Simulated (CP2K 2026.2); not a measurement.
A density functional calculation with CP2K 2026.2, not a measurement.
Periodic cell of 1152 atoms, Si864O288, from a study of silicon, its oxide and their interface. The atomic structure is a simulated model.
Doubt: the forces sum to 2.58 eV/angstrom along one axis rather than to zero, so they err by at least 0.0022 eV/angstrom per atom on average; the grid cutoff is modest.

Settings: functional PBE; method Gaussian and plane waves; basis set DZVP-MOLOPT-SR-GTH; pseudopotentials GTH-PBE; grid cutoff 350 Ry, relative cutoff 50 Ry; k points Gamma only; occupations fixed; spin none; net charge 0.

Cell vectors (angstrom)
a  32.64  0  0
b  0  16.32  0
c  0.0847  0.4925  38.831

Atoms: element, x, y, z (angstrom)
Si  1.6927  14.6626  0.284
Si  4.342  1.1862  0.207
Si  1.1275  4.3288  0.226
Si  3.7072  6.7724  0.0766
Si  1.7591  9.2448  0.1655
Si  3.7472  12.372  0.4883
Si  6.4333  15.154  0.2461
Si  9.2472  1.7051  0.1558
Si  7.0721  4.0548  0.232
Si  9.0782  7.1055  0.0618
Si  6.9564  9.8541  38.7973
Si  9.6853  12.4793  38.7319
Si  12.4352  14.771  0.1783
Si  14.8623  1.9971  38.7783
Si  12.473  4.0743  38.6949
Si  15.2644  6.9082  38.6457
Si  12.0646  10.3286  38.7263
Si  14.7873  12.5968  0.2733
Si  18.0841  14.8983  0.3915
Si  20.6109  1.1464  0.0188
Si  17.5412  4.7127  38.8281
Si  20.2311  7.0921  0.059
Si  17.9426  9.6629  38.5928
Si  20.0024  12.532  0.151
Si  22.8917  15.7165  38.7473
Si  25.6558  2.0831  38.7274
Si  23.4631  3.9208  0.0107
Si  25.6156  7.2739  0.0235
Si  23.3377  9.8847  38.8231
Si  26.2709  12.3358  38.8233
Si  29.0442  14.8265  38.777
Si  31.1267  2.0013  38.7124
Si  28.8696  3.8471  0.0305
Si  31.5456  6.5065  0.218
Si  28.5251  9.6749  0.2242
Si  31.4305  12.4185  0.4925
Si  2.764  0.0193  1.4917
Si  5.4254  2.847  1.4215
Si  2.6214  5.4302  1.6299
Si  5.3784  8.0485  1.2652
Si  2.6371  10.7959  1.7121
Si  5.3774  13.5965  1.6054
Si  8.1458  16.3081  1.3457
Si  10.8905  2.7074  1.4675
Si  8.1699  5.5606  1.5951
Si  10.861  8.1783  1.1725
Si  8.0665  10.888  1.3141
Si  10.7464  13.5914  1.2718
Si  13.6114  0.0445  1.4028
Si  16.3093  2.6721  1.3155
Si  13.514  5.3287  1.0887
Si  16.2724  8.0808  1.1443
Si  13.5937  10.8687  1.2958
Si  16.3716  13.725  1.5251
Si  19.2738  0.0608  1.6406
Si  21.812  2.7591  1.2507
Si  19.0486  5.4376  1.2492
Si  21.738  8.2545  1.3809
Si  18.846  10.8565  1.2628
Si  21.7399  13.6281  1.319
Si  24.4566  16.3132  1.2254
Si  27.2009  2.7011  1.2363
Si  24.5851  5.5251  1.2739
Si  27.2034  8.215  1.4731
Si  24.5053  10.8643  1.3186
Si  27.2266  13.5168  1.2966
Si  29.8923  16.2262  1.164
Si  32.6109  2.6176  1.3095
Si  29.9286  5.3855  1.4469
Si  0.078  8.1388  1.4325
Si  30.0744  10.8284  1.5286
Si  0.1644  13.6854  1.7659
Si  1.335  1.36  2.7628
Si  4.0561  4.0805  2.8512
Si  1.3303  6.8317  2.9304
Si  4.1399  9.4164  2.8151
Si  1.3479  12.176  3.0599
Si  4.0589  14.9895  2.9291
Si  6.8203  1.4173  2.7372
Si  9.5933  4.1499  2.8076
Si  6.6991  6.8384  2.8248
Si  9.4989  9.5185  2.6381
Si  6.8123  12.2166  2.7982
Si  9.4868  14.95  2.7115
Si  12.2302  1.3382  2.7904
Si  14.8926  4.0596  2.6138
Si  12.2244  6.7616  2.5167
Si  14.9634  9.4626  2.5841
Si  12.1835  12.2429  2.6482
Si  14.9698  15.0547  2.8104
Si  17.6958  1.3894  2.7388
Si  20.4187  4.0912  2.6194
Si  17.6557  6.7959  2.6088
Si  20.3356  9.6157  2.6661
Si  17.6282  12.1997  2.7669
Si  20.5499  14.9332  2.887
Si  23.141  1.3686  2.6558
Si  25.9154  4.125  2.6474
Si  23.1258  6.8136  2.6564
Si  25.831  9.5634  2.7963
Si  23.1435  12.2671  2.6342
Si  25.8536  14.9523  2.5866
Si  28.5392  1.2824  2.5915
Si  31.2922  3.9927  2.7607
Si  28.555  6.7755  2.7541
Si  31.362  9.4464  2.848
Si  28.5919  12.2123  2.7646
Si  31.2546  15.0691  2.7873
Si  32.6204  16.3688  4.1671
Si  2.6939  2.7004  4.1571
Si  32.6052  5.3883  4.1713
Si  2.7512  8.1472  4.2334
Si  32.5964  10.8196  4.2972
Si  2.7438  13.5908  4.2842
Si  5.4785  0.0573  4.1672
Si  8.1953  2.7496  4.1069
Si  5.4083  5.443  4.1946
Si  8.1486  8.1989  4.0838
Si  5.4718  10.8362  4.1526
Si  8.1671  13.5994  4.1188
Si  10.8607  16.2811  4.0987
Si  13.6004  2.737  4.0817
Si  10.953  5.507  4.0842
Si  13.585  8.1135  3.9366
Si  10.8579  10.8717  4.0335
Si  13.5641  13.605  4.0393
Si  16.3495  0.058  4.1367
Si  19.0595  2.7735  4.043
Si  16.2846  5.4367  3.9784
Si  19.0131  8.1729  3.9968
Si  16.259  10.8235  4.0527
Si  19.0612  13.5596  4.099
Si  21.8698  16.3579  4.1458
Si  24.5113  2.751  3.9929
Si  21.7627  5.4457  4.01
Si  24.4604  8.1527  4.0735
Si  21.7543  10.926  4.0231
Si  24.5062  13.6144  4.0077
Si  27.1875  16.2965  4.0059
Si  29.8845  2.6399  4.053
Si  27.2143  5.4231  4.1046
Si  29.9307  8.1085  4.1322
Si  27.214  10.899  4.1364
Si  29.9129  13.6287  4.1077
Si  1.3888  14.9646  21.7379
Si  4.0879  1.3596  21.7747
Si  1.3974  4.0926  21.7377
Si  4.102  6.8105  21.7808
Si  1.3642  9.557  21.8062
Si  4.0776  12.22  21.7403
Si  6.8038  14.953  21.774
Si  9.5597  1.3995  21.7997
Si  6.8334  4.0876  21.7726
Si  9.5056  6.7607  21.7862
Si  6.7705  9.475  21.7817
Si  9.5094  12.2294  21.7554
Si  12.2611  15.0077  21.7951
Si  14.9295  1.2989  21.7774
Si  12.1921  4.0223  21.7853
Si  14.947  6.7691  21.7243
Si  12.2273  9.5168  21.7433
Si  14.9834  12.2741  21.757
Si  17.645  14.9611  21.7442
Si  20.3821  1.3575  21.7296
Si  17.681  4.0666  21.7697
Si  20.3643  6.7687  21.6812
Si  17.6864  9.5524  21.7046
Si  20.3458  12.2349  21.729
Si  23.1103  14.9709  21.7262
Si  25.8532  1.3595  21.7316
Si  23.1206  4.1028  21.6713
Si  25.8429  6.8384  21.7513
Si  23.1056  9.5069  21.734
Si  25.8151  12.2266  21.7114
Si  28.5991  14.9406  21.76
Si  31.2915  1.3795  21.7143
Si  28.5876  4.1142  21.7515
Si  31.2895  6.8342  21.7425
Si  28.5745  9.5393  21.7453
Si  31.2816  12.2492  21.8508
Si  2.741  16.2894  23.1254
Si  5.4487  2.7523  23.0998
Si  2.6993  5.4924  23.118
Si  5.4875  8.0767  23.2087
Si  2.7283  10.929  23.1672
Si  5.4387  13.5494  23.0999
Si  8.1791  16.3479  23.0866
Si  10.8684  2.7244  23.2851
Si  8.1828  5.3959  23.2053
Si  10.8667  8.1429  23.0961
Si  8.1144  10.8712  23.0931
Si  10.8592  13.6366  23.0701
Si  13.6169  16.3057  23.2647
Si  16.3118  2.6553  23.075
Si  13.5898  5.3745  23.0648
Si  16.348  8.1492  23.0032
Si  13.6216  10.8826  23.0552
Si  16.2847  13.6677  23.1725
Si  19.0388  16.2819  23.0845
Si  21.7401  2.7807  23.0147
Si  19.057  5.4424  23.1231
Si  21.6983  8.1222  23.0238
Si  18.9771  10.9186  23.1369
Si  21.727  13.5954  23.0402
Si  24.4698  16.3358  23.0887
Si  27.2327  2.7239  23.0719
Si  24.4539  5.4584  23.0515
Si  27.2154  8.2113  23.1112
Si  24.4722  10.8679  23.0925
Si  27.191  13.5642  23.054
Si  29.9954  16.3131  23.0952
Si  32.6746  2.7206  23.053
Si  29.9372  5.5038  23.115
Si  32.6345  8.1751  23.1334
Si  29.8999  10.8444  23.1922
Si  0.0532  13.656  23.1519
Si  1.3361  1.3286  24.4382
Si  4.0885  4.1477  24.4236
Si  1.3268  6.8283  24.5199
Si  4.0717  9.4776  24.4555
Si  1.4201  12.3663  24.564
Si  4.1239  14.9094  24.4698
Si  6.8427  1.4077  24.4292
Si  9.5135  4.1246  24.6971
Si  6.8468  6.6707  24.6587
Si  9.4266  9.4685  24.4141
Si  6.7686  12.205  24.4952
Si  9.4783  14.9605  24.4562
Si  12.2447  1.3391  24.6426
Si  14.913  3.9676  24.4097
Si  12.2728  6.771  24.4013
Si  15.0345  9.5157  24.348
Si  12.2758  12.2986  24.3545
Si  14.9662  14.9392  24.7066
Si  17.6731  1.3021  24.4294
Si  20.4521  4.0866  24.481
Si  17.6378  6.8118  24.4193
Si  20.3219  9.4421  24.3855
Si  17.6508  12.3549  24.5358
Si  20.4297  14.9514  24.4467
Si  23.1034  1.4738  24.3622
Si  25.8635  4.1256  24.3749
Si  23.0395  6.7837  24.4011
Si  25.8521  9.55  24.4939
Si  23.0145  12.1848  24.3819
Si  25.819  14.8992  24.3964
Si  28.6083  1.3325  24.4023
Si  31.3849  4.1492  24.385
Si  28.5812  6.8864  24.492
Si  31.3101  9.4894  24.5581
Si  28.4716  12.2128  24.493
Si  31.4045  15.0584  24.5387
Si  0.1105  16.3991  26.0507
Si  2.7386  2.7274  25.644
Si  32.6924  5.4375  25.9219
Si  2.6835  8.1839  25.8576
Si  32.6807  10.9483  25.8268
Si  2.8158  13.7058  26.0166
Si  5.5114  16.3078  25.7145
Si  8.0634  2.7063  25.9816
Si  5.3448  5.3304  26.019
Si  8.246  8.1023  25.9712
Si  5.4501  10.7752  25.8272
Si  8.0503  13.6521  25.8286
Si  10.8493  16.2195  25.9033
Si  13.6412  2.7282  25.9756
Si  10.9746  5.5749  25.9619
Si  13.7229  8.112  25.6621
Si  10.8345  10.929  25.5311
Si  13.5119  13.4942  25.9952
Si  16.451  16.3433  25.9897
Si  19.0269  2.6786  25.7232
Si  16.2754  5.3503  25.6619
Si  18.9256  8.2047  25.8213
Si  16.2091  10.9516  25.7819
Si  19.1578  13.6115  25.9301
Si  21.738  16.4598  25.6997
Si  24.4963  2.8047  25.7258
Si  21.8  5.4514  25.9105
Si  24.3983  8.1543  25.6977
Si  21.7092  10.7283  25.7219
Si  24.3419  13.5634  25.7003
Si  27.213  16.2763  25.7141
Si  30.0223  2.7474  25.6296
Si  27.1538  5.5205  25.7534
Si  29.9628  8.1293  25.9907
Si  27.0901  10.9251  26.0009
Si  29.9504  13.6256  25.651
Si  1.9186  15.4758  27.3997
Si  4.106  1.3661  26.9017
Si  1.3685  3.8554  27.1252
Si  4.1556  6.995  27.2422
Si  1.5852  9.8122  27.1549
Si  3.9169  11.937  27.1402
Si  6.953  15.2611  27.2317
Si  9.2647  1.0564  27.1459
Si  6.2719  3.576  27.3451
Si  10.1131  7.3646  27.3205
Si  6.508  9.1161  27.164
Si  9.6306  12.3649  26.9103
Si  11.8073  14.5308  27.2776
Si  15.0337  1.3612  27.333
Si  12.6031  4.4592  27.2346
Si  14.887  6.5695  27.0321
Si  12.2611  9.5621  26.698
Si  14.4485  11.6826  27.2442
Si  18.1589  15.2704  27.2732
Si  20.2491  1.2896  27.1189
Si  17.8489  4.2419  26.9702
Si  20.0484  6.5745  27.046
Si  17.7807  9.8677  27.0752
Si  20.2464  11.8379  27.1222
Si  23.3165  15.2931  26.894
Si  25.6054  1.1407  26.9097
Si  23.481  4.3282  27.2095
Si  25.5501  6.6783  27.0566
Si  23.241  9.6114  27.1309
Si  25.2866  12.0337  27.1752
Si  28.5975  14.8931  26.9963
Si  31.5977  1.8584  27.1384
Si  28.719  4.2146  26.8497
Si  30.9741  6.3571  27.2939
Si  28.8365  9.8249  27.1838
Si  31.0716  12.1392  27.0261
Si  30.7871  3.4531  31.5582
Si  6.391  14.463  36.2244
Si  7.0919  3.6121  30.2661
Si  7.9869  10.8014  29.1739
Si  29.0611  16.2445  34.8011
Si  9.3128  10.9266  31.7367
Si  4.4882  10.2727  34.2997
Si  8.3071  4.5479  32.7691
Si  14.4636  4.8483  31.2689
Si  10.7607  7.0122  30.2711
Si  1.0144  5.9561  34.543
Si  16.4849  3.1591  29.5346
Si  9.6395  1.8349  30.0428
Si  16.7882  16.7204  36.9542
Si  9.6719  2.2639  34.0412
Si  25.8723  8.2791  29.7383
Si  22.8139  8.2521  29.9924
Si  13.7447  15.5591  29.2195
Si  18.5889  14.0054  29.9716
Si  27.3163  2.3669  29.0468
Si  15.5133  13.9004  36.3916
Si  27.0309  6.7815  32.0575
Si  18.1429  8.9589  31.3467
Si  21.2442  12.7663  29.8979
Si  21.6748  3.1277  29.3606
Si  21.2044  0.9783  31.3362
Si  21.8652  7.2302  34.3018
Si  27.6254  3.7175  31.5718
Si  17.1149  16.6459  34.1695
Si  0.0916  11.1936  37.1888
Si  19.363  6.6577  32.5999
Si  18.3932  1.9957  31.7761
Si  18.4758  4.0286  33.9027
Si  31.5661  12.0398  29.9625
Si  27.0226  1.1895  33.15
Si  3.7405  9.9574  31.6318
Si  16.1213  8.3517  29.2267
Si  31.3753  8.147  31.5264
Si  4.8504  2.7  32.2186
Si  8.69  12.9315  35.6828
Si  6.7935  2.7053  34.4369
Si  1.4468  15.3344  30.4474
Si  5.1994  11.5666  36.8748
Si  31.7887  1.1026  35.6762
Si  3.2695  5.2609  32.5085
Si  13.2456  15.9929  32.0888
Si  30.6151  9.0583  37.1136
Si  4.0425  16.1236  34.8861
Si  8.4456  13.7534  31.9885
Si  17.3535  9.4415  35.5281
Si  11.7152  4.0704  30.2307
Si  12.8208  15.5192  36.0412
Si  10.2737  8.4967  32.8128
Si  20.6907  6.0915  29.9159
Si  15.3869  4.2253  34.2577
Si  20.8445  10.1076  31.4608
Si  14.8204  12.8717  30.0629
Si  11.5225  13.2034  34.7168
Si  26.8764  13.4599  29.2407
Si  25.1161  11.2107  33.32
Si  22.8651  15.0568  29.9302
Si  29.3587  9.7178  30.1539
Si  26.6555  8.4714  36.1507
Si  0.9682  9.8452  30.1069
Si  26.9288  10.8944  30.7974
Si  25.6273  15.3722  31.2914
Si  21.4315  15.3431  33.5538
Si  29.7583  0.5604  29.0532
Si  21.7458  11.6679  36.7055
Si  4.3716  2.6215  36.0942
Si  19.4445  3.5172  36.7852
Si  28.5052  4.4027  35.9248
Si  29.0186  13.641  35.9174
Si  8.0527  7.1297  33.978
Si  5.1108  7.7564  33.1007
Si  27.0004  1.6255  35.9628
Si  4.1107  16.3021  31.7613
Si  31.5831  16.6785  31.2888
Si  10.3918  3.449  36.567
Si  10.2208  16.1414  32.2549
Si  3.0182  5.2612  36.7143
Si  13.0288  8.519  33.7352
Si  8.3453  5.7965  36.7167
Si  1.2888  15.4555  36.1162
Si  14.175  1.3363  34.3624
Si  2.4913  5.5092  29.4697
Si  32.0975  5.785  30.1369
Si  15.2191  7.1092  35.5977
Si  6.2045  14.7929  30.2672
Si  7.2199  11.6318  33.63
Si  15.4817  11.6575  34.695
Si  20.413  9.7792  34.6364
Si  21.663  5.7194  36.882
Si  13.6773  7.9255  30.8319
Si  13.608  13.058  32.5862
Si  17.4383  11.966  31.4857
Si  12.9325  10.7529  35.8585
Si  32.0673  13.066  35.154
Si  24.0082  13.8596  33.3428
Si  28.6285  6.9112  34.4443
Si  18.484  14.3147  32.8563
Si  22.9906  14.4581  35.9151
Si  24.7588  8.1361  33.785
Si  26.6551  11.618  36.0677
Si  31.3295  7.9568  34.425
Si  31.3313  3.9017  34.5605
Si  32.0986  13.9984  32.1653
Si  5.3334  12.1403  29.9639
Si  1.3284  14.9764  5.5321
Si  4.0773  1.3675  5.5169
Si  1.3515  4.0659  5.5226
Si  4.0767  6.7787  5.5774
Si  1.3855  9.4985  5.5871
Si  4.1318  12.2069  5.5456
Si  6.821  14.969  5.488
Si  9.5284  1.3576  5.4546
Si  6.8204  4.0824  5.4862
Si  9.5311  6.8279  5.4216
Si  6.8391  9.5224  5.5145
Si  9.5392  12.229  5.4484
Si  12.2359  14.9421  5.4481
Si  14.9704  1.4057  5.4608
Si  12.2669  4.1085  5.4434
Si  14.9434  6.7938  5.3601
Si  12.2416  9.491  5.3506
Si  14.9211  12.2239  5.3948
Si  17.6993  14.9554  5.4325
Si  20.4128  1.387  5.4133
Si  17.6716  4.1194  5.3834
Si  20.3904  6.8158  5.3639
Si  17.6633  9.5004  5.4018
Si  20.4228  12.2335  5.4543
Si  23.1984  14.9615  5.4526
Si  25.8476  1.3678  5.3746
Si  23.1278  4.0853  5.3762
Si  25.8307  6.795  5.433
Si  23.0908  9.5317  5.3974
Si  25.8313  12.2666  5.4354
Si  28.5297  14.9708  5.4391
Si  31.2497  1.379  5.5029
Si  28.5623  4.0366  5.4358
Si  31.2551  6.7518  5.5184
Si  28.5636  9.5027  5.4654
Si  31.2297  12.2591  5.5248
Si  2.7153  16.3242  6.8694
Si  5.4487  2.7324  6.8518
Si  2.7077  5.4149  6.8972
Si  5.47  8.1587  6.8696
Si  2.7445  10.8785  6.9051
Si  5.478  13.6023  6.8633
Si  8.1819  16.3251  6.836
Si  10.898  2.7316  6.7915
Si  8.1914  5.4555  6.8104
Si  10.8953  8.1745  6.7772
Si  8.1885  10.8964  6.8443
Si  10.8887  13.5873  6.8146
Si  13.6047  16.3278  6.7847
Si  16.3438  2.7594  6.7895
Si  13.6246  5.4585  6.7884
Si  16.3001  8.1452  6.751
Si  13.5803  10.8533  6.7531
Si  16.3086  13.5851  6.7564
Si  19.0601  16.3293  6.7764
Si  21.7716  2.7418  6.7679
Si  19.0355  5.4671  6.7489
Si  21.7388  8.1653  6.7565
Si  19.0335  10.8612  6.7708
Si  21.7869  13.6118  6.7874
Si  24.5263  16.3399  6.7961
Si  27.1876  2.7006  6.7878
Si  24.4662  5.4331  6.7753
Si  27.188  8.148  6.8068
Si  24.4602  10.8863  6.769
Si  27.1836  13.6145  6.811
Si  29.8927  16.313  6.8244
Si  32.6181  2.7201  6.8678
Si  29.8887  5.3976  6.8432
Si  32.6316  8.1173  6.8755
Si  29.8876  10.871  6.8542
Si  32.6177  13.6016  6.873
Si  1.3501  1.3613  8.2165
Si  4.0919  4.0697  8.2279
Si  1.3503  6.7787  8.2411
Si  4.1054  9.5084  8.2341
Si  1.3586  12.247  8.2206
Si  4.0888  14.9557  8.2047
Si  6.8105  1.3585  8.1918
Si  9.5398  4.0826  8.1638
Si  6.8329  6.7926  8.1999
Si  9.5501  9.5209  8.1729
Si  6.8309  12.2435  8.2133
Si  9.5394  14.9557  8.179
Si  12.2513  1.3655  8.1525
Si  14.976  4.0991  8.1536
Si  12.2489  6.8093  8.1411
Si  14.9541  9.513  8.1207
Si  12.2503  12.2171  8.1501
Si  14.9659  14.955  8.1313
Si  17.6929  1.3705  8.1325
Si  20.3977  4.1011  8.1169
Si  17.6707  6.8053  8.1249
Si  20.3877  9.5104  8.1386
Si  17.6749  12.2336  8.1226
Si  20.4155  14.9691  8.1387
Si  23.1258  1.3707  8.1317
Si  25.8271  4.0739  8.1413
Si  23.1046  6.8052  8.1244
Si  25.8206  9.5255  8.1418
Si  23.1195  12.239  8.1519
Si  25.8468  14.9739  8.1786
Si  28.5406  1.3573  8.1765
Si  31.2619  4.075  8.2184
Si  28.537  6.7859  8.1775
Si  31.2706  9.5125  8.1979
Si  28.5278  12.2447  8.1848
Si  31.2518  14.9665  8.2051
Si  32.6263  16.3184  9.5614
Si  2.7195  2.7131  9.5722
Si  32.6236  5.4265  9.5816
Si  2.7264  8.1503  9.5719
Si  32.6344  10.8725  9.5567
Si  2.726  13.6047  9.5676
Si  5.4504  16.3197  9.5535
Si  8.1763  2.7256  9.5323
Si  5.4602  5.4411  9.5599
Si  8.189  8.1639  9.5416
Si  5.4638  10.8834  9.5685
Si  8.1852  13.6079  9.5561
Si  10.8979  16.3248  9.523
Si  13.6138  2.7275  9.5049
Si  10.8989  5.4464  9.515
Si  13.6056  8.1639  9.5045
Si  10.8976  10.8789  9.5342
Si  13.6096  13.5931  9.4981
Si  16.3272  16.3226  9.4873
Si  19.0506  2.732  9.4893
Si  16.3312  5.4514  9.5104
Si  19.0269  8.1576  9.4983
Si  16.315  10.875  9.4861
Si  19.0393  13.6  9.4826
Si  21.7687  16.33  9.4988
Si  24.4724  2.7223  9.5105
Si  21.7501  5.4494  9.4942
Si  24.4632  8.16  9.4976
Si  21.7494  10.876  9.4979
Si  24.4744  13.6029  9.5144
Si  27.1969  16.3222  9.5467
Si  29.8991  2.708  9.5515
Si  27.1762  5.4283  9.5247
Si  29.9029  8.1487  9.5393
Si  27.1712  10.8762  9.5263
Si  29.8985  13.5942  9.5487
Si  1.3572  14.9634  10.9158
Si  4.0871  1.3525  10.9164
Si  1.3584  4.0729  10.9259
Si  4.0934  6.7942  10.919
Si  1.3609  9.5179  10.9143
Si  4.0907  12.2407  10.9165
Si  6.8131  14.9612  10.9078
Si  9.5342  1.3602  10.8855
Si  6.8188  4.0752  10.906
Si  9.5424  6.7968  10.8921
Si  6.8251  9.5164  10.9097
Si  9.5392  12.2362  10.8996
Si  12.2542  14.9528  10.8701
Si  14.9689  1.3581  10.8582
Si  12.2537  4.082  10.8724
Si  14.9632  6.805  10.867
Si  12.2546  9.5153  10.8832
Si  14.9648  12.2339  10.8607
Si  17.6833  14.9608  10.85
Si  20.4034  1.3686  10.8552
Si  17.6874  4.081  10.8601
Si  20.3896  6.8012  10.861
Si  17.6707  9.5211  10.8574
Si  20.3914  12.2405  10.854
Si  23.1148  14.9653  10.8682
Si  25.8271  1.3663  10.8853
Si  23.1089  4.0877  10.8617
Si  25.821  6.8028  10.8712
Si  23.1082  9.5195  10.8635
Si  25.8251  12.2439  10.8844
Si  28.551  14.9604  10.9071
Si  31.2687  1.3597  10.9143
Si  28.5414  4.0797  10.8958
Si  31.263  6.8012  10.9137
Si  28.542  9.5194  10.8846
Si  31.2698  12.238  10.9031
Si  2.7231  16.3186  12.2741
Si  5.4523  2.7169  12.263
Si  2.7255  5.4372  12.2715
Si  5.4558  8.16  12.2656
Si  2.7255  10.8787  12.267
Si  5.4529  13.6018  12.2684
Si  8.1756  16.3238  12.2542
Si  10.8936  2.723  12.2374
Si  8.1782  5.4405  12.2554
Si  10.8946  8.1611  12.2496
Si  8.1775  10.8814  12.2642
Si  10.8967  13.6015  12.2459
Si  13.6097  16.3191  12.2247
Si  16.3238  2.7213  12.2185
Si  13.6072  5.4442  12.2321
Si  16.3177  8.1634  12.2281
Si  13.6093  10.8799  12.2363
Si  16.3228  13.6008  12.2153
Si  19.0407  16.3236  12.2117
Si  21.7551  2.7243  12.2251
Si  19.0372  5.4398  12.2269
Si  21.7486  8.1609  12.223
Si  19.0316  10.882  12.2171
Si  21.7508  13.6005  12.2185
Si  24.4708  16.3199  12.2382
Si  27.187  2.7192  12.2518
Si  24.4661  5.4424  12.2311
Si  27.1863  8.1563  12.2388
Si  24.4657  10.878  12.2321
Si  27.1862  13.5979  12.2518
Si  29.9132  16.3168  12.2666
Si  32.6346  2.715  12.2753
Si  29.9063  5.4348  12.2606
Si  32.6348  8.1588  12.2642
Si  29.9052  10.8763  12.2503
Si  32.635  13.5967  12.2621
Si  1.3633  1.3603  13.6305
Si  4.0897  4.0757  13.6208
Si  1.3611  6.8016  13.6206
Si  4.0892  9.5185  13.6207
Si  1.3614  12.24  13.6185
Si  4.0901  14.9594  13.6259
Si  6.8132  1.3564  13.6174
Si  9.5361  4.0763  13.6075
Si  6.8141  6.7959  13.6177
Si  9.5346  9.518  13.6164
Si  6.8125  12.239  13.6231
Si  9.5314  14.9564  13.6074
Si  12.2481  1.3553  13.5908
Si  14.9637  4.078  13.5851
Si  12.2497  6.798  13.6038
Si  14.9599  9.5157  13.5975
Si  12.2473  12.2343  13.6019
Si  14.9632  14.9559  13.5834
Si  17.6802  1.3597  13.5769
Si  20.3939  4.0793  13.5881
Si  17.6733  6.7979  13.5856
Si  20.3891  9.5223  13.5807
Si  17.6743  12.2406  13.5813
Si  20.3937  14.962  13.5781
Si  23.1101  1.3629  13.5909
Si  25.8271  4.0855  13.5984
Si  23.108  6.8037  13.5879
Si  25.8312  9.5227  13.5937
Si  23.1099  12.2447  13.5854
Si  25.8302  14.9641  13.6051
Si  28.5519  1.3631  13.6137
Si  31.2754  4.0832  13.6237
Si  28.5495  6.8034  13.6078
Si  31.2724  9.5239  13.6112
Si  28.5512  12.2407  13.609
Si  31.279  14.9592  13.6204
Si  32.6422  16.3165  14.9804
Si  2.7295  2.7227  14.9836
Si  32.6414  5.4453  14.9802
Si  2.7257  8.1594  14.9763
Si  32.6372  10.88  14.9701
Si  2.7248  13.5985  14.9763
Si  5.4559  16.3174  14.9812
Si  8.1734  2.7193  14.9684
Si  5.45  5.4365  14.9744
Si  8.1693  8.1598  14.9734
Si  5.4461  10.8801  14.9791
Si  8.1747  13.5994  14.9776
Si  10.8879  16.3206  14.9593
Si  13.6032  2.7188  14.9473
Si  10.8899  5.4393  14.9651
Si  13.6002  8.1595  14.967
Si  10.8886  10.881  14.9752
Si  13.6027  13.6004  14.9515
Si  16.3193  16.3213  14.9378
Si  19.0306  2.7188  14.9457
Si  16.3123  5.4405  14.9504
Si  19.0315  8.1599  14.9422
Si  16.3177  10.8808  14.9481
Si  19.0317  13.6041  14.9382
Si  21.7515  16.3171  14.946
Si  24.4711  2.7204  14.9528
Si  21.7528  5.4402  14.9465
Si  24.4728  8.1611  14.947
Si  21.7494  10.8845  14.9392
Si  24.4695  13.5991  14.9555
Si  27.1935  16.3214  14.9674
Si  29.9181  2.7175  14.975
Si  27.1932  5.4392  14.9598
Si  29.9169  8.1619  14.9674
Si  27.1911  10.8792  14.9621
Si  29.9145  13.5995  14.9693
Si  1.3675  14.9586  16.3348
Si  4.0967  1.3617  16.3357
Si  1.3709  4.0907  16.3377
Si  4.0874  6.7963  16.3309
Si  1.3606  9.5217  16.3274
Si  4.0825  12.2395  16.3368
Si  6.8161  14.9563  16.3416
Si  9.527  1.3545  16.3252
Si  6.8121  4.076  16.3281
Si  9.5262  6.7954  16.3263
Si  6.8061  9.5176  16.3334
Si  9.5292  12.2392  16.3417
Si  12.2405  14.9553  16.3154
Si  14.9582  1.3547  16.3028
Si  12.2486  4.0754  16.3171
Si  14.9515  6.7907  16.3235
Si  12.2398  9.5156  16.3348
Si  14.953  12.2352  16.3084
Si  17.6723  14.9631  16.2995
Si  20.3877  1.3541  16.3024
Si  17.6657  4.0756  16.3073
Si  20.3905  6.7997  16.3009
Si  17.6715  9.5158  16.3058
Si  20.3898  12.2442  16.2967
Si  23.1105  14.96  16.3129
Si  25.8336  1.3664  16.3178
Si  23.1127  4.0816  16.3077
Si  25.8344  6.8034  16.3087
Si  23.1156  9.5296  16.2965
Si  25.8346  12.2447  16.3186
Si  28.56  14.9648  16.326
Si  31.2829  1.3591  16.3348
Si  28.5594  4.0852  16.3228
Si  31.2846  6.814  16.3347
Si  28.5582  9.5243  16.3217
Si  31.2801  12.2435  16.3251
Si  2.734  16.32  17.6859
Si  5.4634  2.7164  17.6956
Si  2.7332  5.4477  17.7044
Si  5.4427  8.1567  17.6883
Si  2.7124  10.8822  17.69
Si  5.4505  13.5921  17.6937
Si  8.1755  16.3201  17.7014
Si  10.8848  2.7201  17.6737
Si  8.1624  5.4407  17.6853
Si  10.8791  8.1481  17.6932
Si  8.1648  10.8721  17.6956
Si  10.8848  13.6106  17.6973
Si  13.5996  16.3171  17.6648
Si  16.3026  2.7153  17.6705
Si  13.5985  5.4242  17.6938
Si  16.3056  8.1634  17.6708
Si  13.5939  10.8883  17.686
Si  16.309  13.6031  17.653
Si  19.0228  16.322  17.6676
Si  21.7515  2.7132  17.6547
Si  19.0264  5.4399  17.6577
Si  21.7576  8.1659  17.6456
Si  19.0358  10.8792  17.6538
Si  21.7396  13.6029  17.6659
Si  24.4799  16.3166  17.6706
Si  27.2002  2.7237  17.6768
Si  24.4798  5.4396  17.6636
Si  27.1955  8.1612  17.6695
Si  24.4676  10.8862  17.6698
Si  27.2039  13.6002  17.6797
Si  29.9249  16.3166  17.6931
Si  32.6492  2.7255  17.6836
Si  29.92  5.4504  17.68
Si  32.6508  8.1706  17.7005
Si  29.9235  10.8831  17.6813
Si  32.6436  13.5978  17.6864
Si  1.3774  1.368  19.036
Si  4.1089  4.0826  19.0487
Si  1.3795  6.82  19.0667
Si  4.0724  9.5156  19.0364
Si  1.3503  12.2365  19.0553
Si  4.0929  14.9593  19.0443
Si  6.8177  1.3572  19.0668
Si  9.5209  4.0739  19.0325
Si  6.8036  6.7992  19.0476
Si  9.5148  9.5021  19.0551
Si  6.8005  12.2246  19.0576
Si  9.5374  14.9734  19.0732
Si  12.2435  1.3576  19.023
Si  14.9463  4.0517  19.0593
Si  12.2253  6.7742  19.052
Si  14.9476  9.5218  19.0389
Si  12.2422  12.2528  19.0569
Si  14.9489  14.9513  19.0211
Si  17.657  1.3577  19.029
Si  20.3814  4.0657  19.0038
Si  17.6643  6.7977  19.0186
Si  20.4029  9.5218  19.0061
Si  17.6676  12.242  18.9977
Si  20.3761  14.9595  19.0277
Si  23.1144  1.3595  19.0155
Si  25.8479  4.0926  19.0301
Si  23.1183  6.8113  19.0015
Si  25.8373  9.5256  19.0192
Si  23.0979  12.2441  19.0247
Si  25.8487  14.9635  19.0342
Si  28.5624  1.3663  19.0379
Si  31.2922  4.0966  19.0316
Si  28.5593  6.812  19.0355
Si  31.2909  9.5426  19.0515
Si  28.57  12.2437  19.0405
Si  31.2909  14.9528  19.0502
Si  32.6609  16.3252  20.386
Si  2.7484  2.721  20.3933
Si  32.65  5.4514  20.4014
Si  2.7326  8.1894  20.4398
Si  32.6304  10.8998  20.4461
Si  2.7302  13.5933  20.3873
Si  5.4459  16.315  20.4155
Si  8.1865  2.7261  20.4166
Si  5.4571  5.4443  20.4188
Si  8.1575  8.139  20.4246
Si  5.4342  10.8448  20.4032
Si  8.1587  13.5987  20.4041
Si  10.9066  16.3558  20.4235
Si  13.5764  2.6816  20.4248
Si  10.8622  5.4078  20.4176
Si  13.5853  8.1466  20.3888
Si  10.8719  10.8786  20.3927
Si  13.5984  13.6252  20.4182
Si  16.2941  16.3091  20.381
Si  19.0211  2.7162  20.3798
Si  16.3253  5.4196  20.3873
Si  19.0309  8.172  20.3519
Si  16.3129  10.9063  20.3708
Si  18.9985  13.5971  20.3747
Si  21.7463  16.3247  20.371
Si  24.4896  2.7142  20.3631
Si  21.7475  5.442  20.3259
Si  24.4749  8.1667  20.3704
Si  21.7396  10.8804  20.3875
Si  24.4666  13.6056  20.3698
Si  27.2255  16.3097  20.401
Si  29.9245  2.7441  20.3784
Si  27.201  5.4598  20.4007
Si  29.9242  8.1784  20.3844
Si  27.2009  10.8797  20.3785
Si  29.9479  13.5772  20.4161
O  31.2339  13.1478  31.0888
O  30.2307  6.7764  34.6231
O  7.793  14.262  35.4513
O  0.9126  14.1644  31.4445
O  25.7287  7.2485  32.8695
O  9.8917  6.9927  28.8943
O  5.3454  8.0559  27.6169
O  15.5366  1.3331  37.4208
O  1.0278  6.0163  29.8824
O  13.4558  1.031  32.9432
O  11.9639  3.9643  28.6365
O  4.6117  11.044  30.8508
O  3.3409  10.4396  33.1492
O  9.7029  0.4617  30.8696
O  11.0082  5.4604  30.6383
O  15.8439  7.0908  28.2528
O  6.9141  11.8181  29.8167
O  12.6654  9.879  34.5286
O  10.6827  13.3932  27.6169
O  17.4964  3.8681  28.5087
O  13.7502  5.5661  27.6645
O  16.8462  9.5066  28.3657
O  22.6819  14.9604  28.3332
O  14.1341  16.4812  27.9638
O  21.2075  12.0827  28.4276
O  9.987  2.1557  37.4844
O  19.5584  6.1644  31.0707
O  30.0512  3.1987  38.4326
O  18.9944  10.8601  27.5651
O  19.2007  8.6424  38.3188
O  2.4305  9.7092  30.7506
O  20.0336  14.5738  33.2606
O  23.3318  7.4257  33.7045
O  26.0651  7.6762  28.2479
O  25.8541  12.4617  37.2281
O  30.4223  16.1337  30.3
O  29.7746  5.2727  27.4855
O  0.1659  2.8565  27.5942
O  30.0862  8.3725  30.6037
O  29.9315  11.0172  27.298
O  2.0568  4.4279  37.7252
O  6.2073  14.9244  28.6453
O  3.8424  1.4029  35.1536
O  6.8812  14.9101  37.6926
O  2.7301  10.9028  27.5782
O  0.0926  5.9045  38.5487
O  14.8179  14.378  29.4665
O  14.0294  14.6549  32.6368
O  23.0462  5.1664  37.4866
O  31.523  12.721  28.4878
O  26.0394  1.6912  28.369
O  22.6705  8.8293  28.4621
O  30.9331  9.0569  35.5379
O  22.6322  13.489  30.3199
O  26.2296  1.1983  34.5841
O  23.0379  3.5421  28.5777
O  21.3759  8.5562  35.0657
O  11.6105  4.2521  37.2985
O  9.0559  8.3882  33.8776
O  24.3783  7.9896  30.2787
O  16.3885  15.1923  36.6939
O  14.0477  7.6562  34.6282
O  3.2162  5.2186  30.8829
O  24.5811  3.2523  38.3352
O  0.4731  14.1394  35.72
O  3.4017  6.5619  28.6324
O  14.6264  12.0543  33.3739
O  13.1129  3.9966  31.0304
O  2.8547  8.5507  38.5047
O  3.9622  6.2968  37.5732
O  9.9971  1.6119  28.4854
O  22.684  10.59  37.4896
O  17.7805  16.6061  38.1963
O  19.9491  2.1464  37.4801
O  27.9481  5.5221  34.9025
O  7.1534  9.5663  28.5837
O  17.6854  1.1448  32.9319
O  12.5849  9.9425  37.2204
O  30.4036  13.9433  38.7691
O  24.549  5.5065  27.6532
O  9.0441  10.3029  30.2738
O  28.6181  14.5432  37.2218
O  27.1011  5.1905  31.8918
O  27.486  12.1753  29.9866
O  5.721  11.114  33.6979
O  9.2693  14.9319  32.7041
O  20.5333  4.6282  37.1735
O  8.2027  1.9499  34.6857
O  11.5918  7.8189  33.4702
O  30.9853  7.5969  37.676
O  18.0451  3.9711  37.4577
O  18.9619  3.3084  32.536
O  20.5988  12.2349  37.6716
O  28.3034  0.6729  36.0319
O  28.5125  0.5647  33.412
O  19.2311  16.4502  27.6723
O  9.4193  3.3865  32.8985
O  29.1531  9.4773  37.6619
O  28.2568  10.1119  31.2705
O  8.1297  3.2748  38.7822
O  7.3162  13.1131  32.9647
O  5.5544  16.0521  31.0451
O  9.9434  12.9636  34.6845
O  9.4725  12.5391  31.5939
O  17.3432  9.9606  37.0895
O  31.4366  6.5219  28.847
O  26.7894  3.198  30.3
O  15.5495  12.878  37.645
O  8.0056  10.638  32.6444
O  22.6335  14.5356  32.8208
O  9.4218  6.6813  37.5646
O  0.395  11.364  30.1666
O  10.7623  2.8399  30.6179
O  17.7681  14.6096  28.7232
O  20.8456  2.1221  28.3878
O  31.6753  6.5666  31.4904
O  22.0942  6.8233  30.2717
O  8.1008  8.7497  38.382
O  14.6847  8.7563  29.8624
O  7.0589  5.3445  37.6212
O  3.9484  2.2451  37.6009
O  18.8948  9.4026  35.0407
O  32.0796  13.1704  33.5443
O  7.7143  14.4587  30.7278
O  0.5766  16.726  35.4429
O  25.9002  11.6508  34.6524
O  28.3423  7.2206  32.8884
O  21.1934  7.0728  37.617
O  27.5019  3.152  35.8711
O  6.3637  10.5642  37.4341
O  32.6184  11.607  35.6352
O  5.6891  3.2128  30.9409
O  10.8773  11.4091  38.4575
O  2.8479  13.9988  38.6742
O  16.1391  13.0454  35.1869
O  14.7519  7.3215  37.1462
O  24.2284  14.3705  34.871
O  4.2767  11.862  38.1377
O  0.9693  9.2964  28.5771
O  20.2263  6.9445  28.6184
O  1.1706  15.6931  37.7132
O  22.2038  9.3493  31.0199
O  5.1467  2.3992  27.7055
O  3.7924  4.1213  35.8583
O  3.9699  3.8599  32.9161
O  24.6167  9.6804  33.3192
O  26.0792  11.4  32.0475
O  13.7028  3.0537  38.2936
O  32.4965  12.5117  38.0839
O  12.1722  15.7733  37.5008
O  16.9197  3.7282  34.189
O  22.6061  12.9227  36.209
O  27.5906  11.3754  38.6759
O  5.8774  2.0102  33.2875
O  28.7145  14.666  34.6979
O  4.0689  15.7995  33.3027
O  28.0323  3.3793  28.0423
O  12.1598  12.8926  33.2737
O  24.4631  8.7622  38.3924
O  25.514  12.932  28.5352
O  12.1202  12.1509  35.8
O  20.927  11.655  31.0195
O  2.9546  15.6248  30.8845
O  2.1318  6.1398  35.6931
O  20.9719  11.046  35.4471
O  30.8078  1.6761  28.5538
O  5.6841  13.0021  36.3106
O  4.2478  10.8415  35.7803
O  19.6165  1.1943  31.112
O  11.7003  15.5657  32.0564
O  9.1632  4.474  36.2662
O  31.5888  1.4548  37.2504
O  25.337  8.1393  35.2836
O  11.7343  14.7625  35.1145
O  21.7723  0.5169  38.352
O  9.9093  7.7221  31.4361
O  21.7349  16.0723  30.4551
O  14.0455  14.4621  36.0384
O  28.3534  1.2072  29.4882
O  6.8009  4.1808  28.7765
O  13.5084  12.6494  31.0078
O  18.4272  7.9845  32.6144
O  8.1449  16.2938  27.6521
O  19.0785  14.232  38.4885
O  14.4848  2.9098  34.6496
O  27.8671  13.9164  28.0657
O  18.0644  12.7307  32.7972
O  8.8907  5.9444  33.2641
O  32.5555  4.8601  34.9833
O  31.5909  10.182  37.7072
O  14.9824  11.9379  28.766
O  7.7684  6.6856  35.5035
O  31.2468  1.8938  31.6652
O  10.5091  10.0732  32.4273
O  12.1963  7.7919  30.1766
O  3.0592  16.6561  27.6989
O  21.7855  15.2811  35.149
O  1.4802  10.4909  37.5865
O  7.0962  4.1763  33.8047
O  17.1887  8.0583  30.4021
O  13.6687  8.7143  32.2533
O  25.2738  14.3445  32.4793
O  28.6004  9.4176  28.7479
O  17.5721  15.1184  33.9139
O  24.2804  15.6486  30.4393
O  4.7979  8.6809  34.4048
O  18.2818  12.4146  30.1742
O  17.3142  2.3363  30.6383
O  10.2715  0.9319  33.4116
O  26.5451  7.5399  37.4735
O  24.2594  10.8223  27.5894
O  15.5908  2.1555  28.6386
O  19.595  9.3547  30.7217
O  7.7962  4.6993  31.2404
O  18.2159  14.8244  31.3252
O  5.4877  0.5075  38.6476
O  10.7429  2.8192  35.1226
O  24.541  16.2962  27.2611
O  21.4138  0.5329  32.9068
O  8.1162  2.3703  30.1453
O  27.2478  2.7386  32.7856
O  12.3081  14.9592  28.7756
O  13.2641  10.5705  27.525
O  1.4502  14.9222  28.8706
O  19.3113  3.4785  35.1775
O  28.0078  8.1002  35.3424
O  4.674  8.63  31.7948
O  13.6754  16.4006  30.5833
O  26.1314  1.426  37.3049
O  31.1006  8.6843  33.0131
O  31.0063  4.1317  33.0022
O  26.2461  16.7097  31.9728
O  9.09  12.8314  37.2493
O  20.1822  13.9933  29.7789
O  18.978  5.3739  27.1197
O  15.5201  0.4498  34.2578
O  3.8264  1.5662  31.7317
O  0.4296  16.6022  30.6206
O  20.5719  10.0693  33.052
O  4.2322  6.42  33.075
O  15.9982  12.5898  31.1227
O  15.5903  4.2741  30.268
O  26.6721  14.6846  30.2673
O  30.6275  16.4335  35.1293
O  26.9747  7.5079  30.6282
O  2.81  15.3486  35.5965
O  20.8807  4.5149  29.6045
O  5.4188  15.5534  35.5431
O  5.9747  2.7376  35.8277
O  8.8297  11.507  28.0168
O  29.5965  15.8688  27.8233
O  13.6532  14.1207  38.7932
O  31.841  2.3977  34.7512
O  23.8796  12.2482  33.2071
O  14.9215  4.7016  32.7974
O  31.5625  15.5211  32.448
O  17.4183  10.3702  31.7117
O  30.5821  13.2307  35.7912
O  6.6803  7.3922  33.1663
O  30.0141  4.0357  35.485
O  28.1201  12.2991  35.8662
O  0.1958  7.3625  34.4422
O  1.7959  5.4971  33.1773
O  26.7028  10.0505  36.4792
O  7.8396  11.6544  35.1344
O  31.649  4.2453  30.4164
O  29.2079  3.6197  31.2213
O  16.5976  10.5029  34.546
O  28.4903  4.9935  37.4373
O  21.9222  2.3437  30.7742
O  15.3434  5.5094  35.2647
O  14.2559  6.4229  30.9982
O  16.4489  5.8198  38.338
O  26.072  9.8883  29.8471
O  16.5911  7.9917  35.407
O  23.4203  15.1519  37.3054
O  17.5835  0.9005  35.6282
O  20.8622  6.9649  33.0835
O  32.6571  8.904  30.9639
O  13.2486  0.662  35.5059
O  5.2336  13.5683  30.6864
O  14.5022  11.0899  35.8534
O  2.2452  4.2526  28.4587
O  21.8513  5.9785  35.3133
O  11.2066  8.584  27.4867
O  4.6707  12.3219  28.5133
O  18.6945  5.6055  33.6233
O  30.4579  10.8815  30.0477

Results
total energy: -218732.113 eV
total energy less fixed offsets of O -438.35, Si -107.03 eV per atom: -13.393 eV

Forces (eV/angstrom), in the order of the atoms: element, x, y, z
Si  -0.1353  0.1556  0.7145
Si  -0.1872  0.1267  0.7758
Si  0.0406  -0.2299  0.8168
Si  0.2936  -0.0626  0.6503
Si  -0.3259  0.1085  0.6981
Si  0.165  0.0447  0.675
Si  0.2247  -0.0891  0.7916
Si  0.2102  -0.4101  0.6827
Si  -0.3736  0.1778  0.5904
Si  0.2424  -0.0608  0.7104
Si  -0.2547  0.1117  0.7117
Si  -0.2117  0.3356  0.6985
Si  -0.2797  0.2277  0.6634
Si  0.1516  -0.1806  0.729
Si  -0.1225  0.2546  0.7144
Si  -0.2338  0.2294  0.768
Si  0.2053  -0.2422  0.7074
Si  0.1341  -0.2514  0.6891
Si  -0.2158  -0.1202  0.5852
Si  -0.1202  0.2373  0.7093
Si  0.216  -0.1417  0.7406
Si  0.0481  -0.1692  0.7259
Si  -0.2156  0.3181  0.7172
Si  0.1369  -0.0336  0.7862
Si  0.1852  -0.2694  0.7684
Si  0.2556  -0.1527  0.758
Si  -0.222  0.1114  0.7524
Si  0.0522  -0.2335  0.6711
Si  -0.0989  0.1735  0.6682
Si  -0.3073  0.3721  0.6323
Si  -0.2932  0.5119  0.6144
Si  0.2435  -0.2251  0.7566
Si  -0.1914  0.1208  0.6679
Si  -0.0814  0.2074  0.7367
Si  0.2012  -0.2247  0.6007
Si  0.0582  -0.2699  0.5771
Si  -0.0081  0.0342  -0.0697
Si  0.0107  0.0048  -0.0437
Si  -0.0125  0.0297  -0.0526
Si  -0.0362  0.0186  -0.0443
Si  -0.0322  -0.0457  -0.041
Si  0.0124  0.0004  -0.0573
Si  0.0135  0.0052  -0.095
Si  0.0255  0.005  -0.0226
Si  0.0406  0.0693  0.0101
Si  -0.0317  -0.0043  -0.0432
Si  0.0034  -0.0371  -0.0241
Si  -0.0423  -0.0374  -0.0665
Si  0.0106  0.0451  -0.032
Si  -0.0163  -0.0277  -0.0305
Si  0.0092  -0.0337  -0.0583
Si  0.0069  -0.0416  -0.079
Si  -0.0357  -0.0251  -0.0412
Si  0.0969  0.0287  -0.0211
Si  0.0016  0.069  -0.007
Si  0.0003  0.0052  -0.0252
Si  -0.0062  -0.0359  -0.0139
Si  0.0187  -0.0196  -0.0205
Si  -0.0204  -0.0768  -0.0364
Si  -0.0006  0.0318  -0.0773
Si  0.0169  -0.0016  -0.0813
Si  -0.0151  -0.0083  -0.0433
Si  0.002  0.0163  -0.0008
Si  -0.0064  -0.0323  -0.0132
Si  -0.0081  0.016  -0.0476
Si  -0.0151  -0.0489  -0.0869
Si  -0.0211  -0.0874  -0.0395
Si  -0.0178  0.006  -0.1014
Si  -0.0222  -0.0176  -0.0412
Si  -0.0027  0.0368  -0.0425
Si  0.0256  -0.0287  -0.0105
Si  0.0675  0.0168  -0.0055
Si  0.002  0.0186  -0.0009
Si  0.0192  -0.0135  0.0014
Si  -0.025  -0.003  0.0359
Si  0.0274  -0.025  0.0336
Si  0.0012  0.0269  0.0625
Si  -0.0104  -0.01  0.0614
Si  -0.0148  0.0009  0.0509
Si  0.0185  -0.017  -0.0135
Si  -0.0475  0.0212  0.0262
Si  0.0032  0.0191  0.0326
Si  -0.0119  -0.023  0.003
Si  0.0003  0.0136  -0.0083
Si  0.0045  -0.0281  0.0348
Si  0.0252  0.0119  0.0257
Si  0.0068  0.0007  -0.0358
Si  0.0275  0.0215  -0.0178
Si  0.0263  0.0289  0.0573
Si  -0.0351  0.0294  0.0485
Si  -0.0104  0.0023  0.0119
Si  0.0075  0.014  -0.0066
Si  -0.0196  0.0023  0.0294
Si  -0.0254  0.026  0.0257
Si  0.0355  0.0094  0.0214
Si  0.0388  -0.0286  0.053
Si  -0.0114  -0.0208  0.0156
Si  -0.0166  -0.0198  0.0023
Si  -0.0031  -0.001  -0.0021
Si  0.0072  0.0298  0.0348
Si  -0.0318  -0.0193  0.0092
Si  -0.0049  0.0021  0.0025
Si  0.0487  -0.0012  0.0157
Si  0.0418  0.0141  0.0426
Si  0.0199  0.0133  -0.0142
Si  0.0526  -0.0215  0.0339
Si  -0.0456  0.0067  0.0013
Si  -0.0851  0.0188  0.0176
Si  -0.0107  -0.0096  -0.0093
Si  -0.0132  -0.0204  -0.0147
Si  -0.0214  -0.005  -0.0404
Si  -0.0267  0.0454  -0.0311
Si  -0.0228  0.0076  0.0234
Si  0.0197  0.0124  -0.022
Si  0.006  -0.0051  -0.0529
Si  -0.0216  -0.0251  -0.0144
Si  0.0041  0.0423  -0.0136
Si  0.0294  -0.0049  -0.0293
Si  0.0012  -0.0304  -0.0242
Si  0.0033  0.0141  -0.0061
Si  0.0203  0.0034  -0.0008
Si  0.0112  0.0151  -0.025
Si  0.0042  0.0077  0.0271
Si  -0.005  -0.0095  0.0059
Si  -0.002  -0.0124  -0.0407
Si  -0.0282  -0.017  -0.0085
Si  -0.0069  0.0024  0.0181
Si  0.0091  -0.015  0.0109
Si  -0.0006  -0.0155  -0.0383
Si  -0.0071  -0.0168  -0.0359
Si  -0.0217  0.0166  -0.0015
Si  -0.0145  0.0085  -0.0414
Si  0.0073  -0.0054  0.0065
Si  -0.0091  0.0147  -0.0205
Si  0.0216  0.0035  -0.0102
Si  0.0259  -0.0023  0.0049
Si  -0.0106  0.0014  -0.0261
Si  0.0047  0.0173  0.0036
Si  0.0039  0.0252  0.0127
Si  -0.0038  -0.0238  -0.0411
Si  -0.0129  -0.0232  0.0093
Si  -0.0158  0.0129  0.0004
Si  -0.0077  -0.0255  0.0177
Si  0.0281  -0.0094  -0.039
Si  -0.0034  0.0011  0.0109
Si  -0.0066  0.0055  -0.0032
Si  -0.0041  0.0085  -0.0094
Si  0.0203  0.0023  0.0024
Si  -0.0002  0.0094  0.0136
Si  -0.0145  -0.0084  0.006
Si  0.0072  -0.0085  0.0082
Si  0.0038  0.0253  0.0079
Si  0.0177  0.0068  0.0053
Si  -0.0131  -0.0073  0.0105
Si  -0.0141  -0.008  0.0119
Si  0.02  -0.0225  -0.0029
Si  0.0021  0.0203  0.0181
Si  -0.011  -0.0244  0.0127
Si  -0.0204  -0.0119  0.0186
Si  -0.0053  -0.0189  -0.0038
Si  -0.008  -0.0093  -0.0104
Si  0.0132  -0.0106  0.0184
Si  -0.0096  -0.0068  -0.0008
Si  -0.0109  -0.0223  0.0083
Si  0.0248  0.0201  0.0177
Si  -0.0058  -0.011  -0.0059
Si  0.0388  -0.0033  0.0043
Si  -0.027  0.0177  0.008
Si  0.0238  0.0069  -0.0038
Si  -0.011  -0.0066  0.027
Si  -0.0063  0.0355  0.0057
Si  0.0042  -0.0134  0.0151
Si  0.0085  0.015  0.016
Si  -0.0094  -0.0113  0.0109
Si  0.0132  0.0195  0.0225
Si  -0.0023  -0.0028  0
Si  0.0224  -0.0057  0.0046
Si  -0.0088  -0.0004  0.0013
Si  0.0121  0.022  0.0051
Si  -0.0013  -0.0161  0.0312
Si  -0.0077  0.0092  0.0255
Si  0.0069  -0.0256  0.0175
Si  -0.0375  -0.0101  0.0147
Si  0.0327  -0.0085  0.0704
Si  0.0093  0.0112  0.0396
Si  0.0307  0.0181  -0.0124
Si  -0.0181  -0.0369  -0.0058
Si  -0.0202  0.013  0.021
Si  -0.0159  0.0028  0.0133
Si  0.0348  0.0011  0.028
Si  0.0076  0.0133  -0.0072
Si  -0.0135  0.0016  0.0198
Si  0.0112  -0.0455  0.0274
Si  0.0115  0.01  -0.0057
Si  0.0068  0.0421  0.0043
Si  -0.032  -0.0022  -0.0088
Si  -0.0138  0.0131  0.0023
Si  0.0036  0.0351  0.0006
Si  0.0226  -0.0014  0.0062
Si  -0.0051  -0.0046  0.0089
Si  0.0059  -0.0149  0.0142
Si  -0.0097  -0.0235  0.0099
Si  -0.0282  0.0091  0.0521
Si  -0.0163  0.0068  0.0025
Si  0.0033  -0.0126  0.0162
Si  0.0172  0.0098  0.0287
Si  -0.0076  0.0019  0.0316
Si  -0.0056  0.0131  0.0089
Si  0.0159  -0.021  0.0318
Si  0.0038  -0.004  0.0355
Si  0.0374  -0.0011  -0.0064
Si  -0.0062  -0.0129  0.0207
Si  0.0138  0.0042  0.0212
Si  -0.0099  0.0269  -0.0005
Si  -0.0054  -0.0093  0.0155
Si  -0.0167  -0.0128  -0.0074
Si  -0.0404  -0.0372  -0.0545
Si  0.0234  0.0097  -0.0252
Si  0.015  -0.0296  -0.0057
Si  -0.0031  0.0197  -0.0512
Si  0.0469  -0.0033  -0.0273
Si  -0.0339  -0.0012  -0.0275
Si  0.031  0.0129  -0.0347
Si  0.0175  0.002  0.0206
Si  -0.0421  0.0087  -0.018
Si  0.0009  -0.031  -0.0285
Si  -0.0078  -0.0019  0.0167
Si  -0.0273  0.0132  -0.0345
Si  -0.0134  0.0077  -0.032
Si  -0.0169  -0.0283  -0.0234
Si  -0.0016  -0.0081  -0.0365
Si  0.01  -0.0076  -0.0085
Si  0.0338  0.018  -0.0356
Si  -0.0046  -0.0338  -0.017
Si  -0.027  -0.0114  -0.0117
Si  0.0241  0.0172  -0.0345
Si  0.0183  -0.0111  -0.0415
Si  -0.0082  -0.0284  -0.0391
Si  0.0338  0.0021  -0.0009
Si  -0.0062  -0.0254  0.0008
Si  0.0269  0.0079  -0.0251
Si  0.0276  -0.0109  -0.0387
Si  -0.0279  0.0014  -0.0073
Si  0.0198  0.018  -0.0273
Si  -0.0308  0  -0.0429
Si  -0.0092  0.0295  -0.0245
Si  -0.0338  0.0089  -0.0167
Si  0.011  0.0196  -0.043
Si  0.0405  0.0039  -0.0073
Si  -0.0184  0.0068  -0.0372
Si  -0.0264  -0.0267  -0.0409
Si  0.0428  0.0587  -0.0355
Si  -0.0189  -0.0121  0.0711
Si  -0.0224  -0.0054  0.03
Si  -0.024  -0.0276  0.0721
Si  0.0208  0.0095  0.0664
Si  -0.0135  0.0082  0.0134
Si  -0.0232  -0.0118  0.043
Si  0.0012  -0.0322  0.0238
Si  -0.0044  0.0149  0.071
Si  0.0422  0.0884  0.0236
Si  -0.0093  -0.0526  0.0106
Si  0.0141  -0.0311  0.0519
Si  0.0064  0.0359  0.0424
Si  0.034  -0.0337  0.0401
Si  -0.0208  0.0005  0.0936
Si  -0.0343  0.0083  0.0777
Si  0.0111  -0.026  0.0274
Si  -0.0189  0.0392  0.0056
Si  0.0178  0.0272  0.0546
Si  -0.017  -0.0272  0.062
Si  -0.0033  0.0194  0.0253
Si  0.0199  0.025  0.0055
Si  -0.0248  0.0398  0.0589
Si  -0.0057  0.0561  0.0252
Si  -0.0116  -0.028  0.0353
Si  -0.0513  0.026  0.0305
Si  -0.0358  0.0091  0.0029
Si  0.0081  -0.0234  0.0429
Si  0.0048  0.0125  0.0793
Si  0.0508  0.0108  0.0937
Si  0.013  0.0367  -0.0111
Si  0.0173  -0.0194  0.0198
Si  -0.0102  -0.0234  0.0342
Si  -0.0219  0.0191  0.0712
Si  0.0047  -0.0644  0.0227
Si  -0.0145  0.0082  0.05
Si  0.0218  -0.0151  0.033
Si  -0.1891  -0.1376  -0.6654
Si  -0.0108  -0.0215  -0.541
Si  0.0353  0.3034  -0.6747
Si  -0.1409  -0.2404  -0.7364
Si  -0.1389  -0.1744  -0.672
Si  0.1328  0.1881  -0.7695
Si  -0.1044  -0.2878  -0.6621
Si  0.0425  0.1695  -0.7612
Si  0.1265  0.1211  -0.7097
Si  -0.2628  -0.2781  -0.7431
Si  0.1475  0.2204  -0.8244
Si  -0.074  -0.0328  -0.6811
Si  0.2541  0.2105  -0.804
Si  0.136  0.1313  -0.7995
Si  -0.0883  -0.1377  -0.7902
Si  -0.0184  0.1684  -0.6593
Si  0.0505  -0.0254  -0.5905
Si  0.1894  0.3548  -0.7368
Si  -0.2233  -0.1487  -0.7264
Si  0.1478  0.101  -0.7447
Si  -0.3049  -0.3033  -0.6729
Si  0.4446  0.3357  -0.6419
Si  -0.0293  -0.1987  -0.7281
Si  0.0603  0.2292  -0.6357
Si  -0.1331  -0.2052  -0.7197
Si  0.2675  0.1945  -0.7496
Si  -0.2427  -0.023  -0.6954
Si  0.1469  -0.0186  -0.655
Si  -0.1805  -0.145  -0.6437
Si  0.3369  0.0086  -0.6663
Si  -0.1438  0.1093  -0.6548
Si  -0.0775  -0.4034  -0.8114
Si  -0.0761  -0.0939  -0.7829
Si  0.2778  0.3741  -0.7092
Si  -0.3465  -0.2762  -0.6369
Si  0.2756  0.1937  -0.5623
Si  0.0275  -0.0372  -0.0358
Si  -0.1956  0.013  0.0425
Si  0.0524  0.0021  -0.0354
Si  -0.0854  0.0319  -0.015
Si  -0.0241  0.0437  -0.037
Si  0.0431  0.153  0.0227
Si  -0.0686  -0.0097  0.0639
Si  -0.1168  -0.1323  -0.0383
Si  -0.0839  0.0068  -0.0678
Si  0.0486  0.0434  -0.1298
Si  0.0104  -0.0489  -0.1074
Si  -0.0332  -0.0137  -0.1421
Si  0.0518  0.099  -0.0703
Si  -0.1533  0.1843  0.0078
Si  -0.1235  0.0527  0.045
Si  -0.0246  0.0073  -0.0783
Si  -0.0578  0.0879  -0.2467
Si  -0.082  -0.0096  -0.0946
Si  -0.0922  0.0424  -0.0351
Si  0.1173  -0.0472  -0.1498
Si  -0.1238  -0.0232  0.0831
Si  -0.0358  0.045  -0.0667
Si  0.0569  0.0999  -0.0691
Si  -0.0298  -0.1247  -0.0473
Si  0.0855  -0.0394  -0.1006
Si  0.1503  0.0733  0.1204
Si  -0.0348  0.0346  0.112
Si  0.1745  0.0243  -0.0409
Si  0.0785  0.0201  0.0293
Si  0.0765  0.0009  -0.0477
Si  -0.0327  -0.1213  -0.018
Si  0.0508  0.0766  -0.0629
Si  0.0242  0.0946  0.0099
Si  0.0202  -0.0098  0.0213
Si  -0.0224  -0.1827  -0.0072
Si  -0.0934  -0.0305  0.1139
Si  -0.0113  -0.0052  -0.1771
Si  0.0019  0.0597  -0.016
Si  0.1366  0.1125  0.0431
Si  0.0379  -0.056  0.21
Si  0.0099  0.0315  0.0164
Si  -0.1726  0.0088  0.0234
Si  0.1697  -0.0111  -0.0019
Si  -0.1681  0.0515  0.2489
Si  -0.1422  0.0979  -0.0762
Si  0.1098  -0.0716  0.0962
Si  -0.0644  -0.0279  -0.0153
Si  0.0038  0.0539  0.0395
Si  -0.0375  -0.145  -0.0647
Si  -0.0574  0.0537  0.2027
Si  0.04  0.1102  -0.1693
Si  0.0671  0.0089  0.0728
Si  0.0611  0.0794  -0.0129
Si  0.0663  0.0046  -0.0124
Si  -0.0791  0.0433  0.0216
Si  0.0574  -0.0861  -0.0952
Si  -0.0677  -0.0819  -0.1477
Si  0.1756  0.0173  0.074
Si  -0.143  0.1061  -0.0849
Si  0.0281  -0.1794  0.0671
Si  0.1814  0.0014  -0.0071
Si  0.023  0.1138  -0.1022
Si  0.0581  0.0044  -0.0347
Si  -0.0063  0.1618  -0.0926
Si  -0.0719  -0.0645  -0.0047
Si  -0.0139  0.0301  -0.0062
Si  -0.0352  0.0693  0.0806
Si  -0.0734  0.0456  -0.1344
Si  0.0829  -0.123  0.1771
Si  -0.0418  -0.066  0.0556
Si  -0.0095  -0.0621  0.0058
Si  0.0636  -0.0194  0.0619
Si  -0.0268  0.0149  0.1074
Si  -0.103  0.02  0.0794
Si  -0.0307  0.1046  -0.027
Si  -0.0698  -0.0647  -0.025
Si  0.0094  -0.13  0.0355
Si  0.0646  0.0336  0.0309
Si  0.0273  0.0404  0.22
Si  -0.0616  0.1034  -0.093
Si  0.0778  0.0203  0.2147
Si  0.0383  0.0126  0.0331
Si  -0.0002  -0.0113  0.0846
Si  0.061  -0.0384  0.1197
Si  0.0398  0.1135  -0.0228
Si  0.0285  -0.0673  -0.138
Si  -0.1228  -0.1176  -0.0609
Si  0.0691  -0.0143  0.0143
Si  0.0209  0.0576  -0.0941
Si  0.0982  -0.0181  0.0565
Si  -0.1181  0.0113  -0.0345
Si  -0.0201  0.0008  -0.0383
Si  0.0244  0.0518  0.0193
Si  -0.1136  -0.1155  0.0222
Si  0.0795  0.093  0.024
Si  0.1336  -0.021  -0.0752
Si  -0.1416  -0.062  0.0129
Si  -0.1643  0.048  0.0073
Si  -0.0114  0.0306  0.0344
Si  0.0077  0.0074  0.0305
Si  0.0234  -0.0164  -0.0602
Si  -0.1026  0.117  0.0313
Si  0.1387  0.1461  0.0369
Si  0.003  0.0443  0.0844
Si  0.1284  -0.0497  0.1299
Si  -0.084  0.0787  -0.0076
Si  0.0184  0.0772  0.0438
Si  -0.0084  -0.1755  -0.13
Si  -0.0301  -0.0273  -0.0118
Si  -0.0081  0.018  -0.0138
Si  0.0154  -0.0004  -0.0057
Si  0.0045  -0.0151  0.0097
Si  0.0185  -0.001  -0.0064
Si  0.0024  0.0018  0.0004
Si  0.0152  -0.0104  -0.011
Si  0.0103  0.0002  -0.0073
Si  -0.0066  -0.0061  -0.0169
Si  -0.0032  0.0059  -0.0009
Si  -0.0089  -0.001  -0.0048
Si  -0.0081  0.0171  -0.019
Si  0.0068  0.0018  -0.0026
Si  0.001  0.0008  0.0077
Si  -0.0004  -0.004  0.0065
Si  -0.015  0.0082  -0.0144
Si  0.0148  -0.0109  -0.0139
Si  -0.0112  -0.0124  -0.0031
Si  -0.0165  -0.0306  -0.0006
Si  -0.0156  -0.003  -0.0166
Si  -0.0129  -0.0115  -0.0136
Si  -0.0137  0.0052  -0.0138
Si  0.0103  0.0116  -0.0195
Si  0.0281  0.0234  0.0019
Si  0.0267  0.0141  0.0111
Si  0.0064  -0.0079  -0.0112
Si  -0.0023  -0.0162  -0.0167
Si  -0.0067  0.0023  -0.0104
Si  -0.0037  0.0057  -0.0077
Si  0.0029  0.0307  -0.0027
Si  -0.0104  0.0117  -0.0128
Si  -0.0069  0.0108  -0.0022
Si  0.0275  0.0096  -0.0051
Si  0.0055  0.0097  -0.0031
Si  0.0113  0.0017  -0.0051
Si  -0.0307  -0.028  0.013
Si  0.0138  -0.0047  -0.0106
Si  0.0014  -0.0017  -0.0074
Si  -0.0081  0.0119  -0.0072
Si  -0.006  -0.0036  -0.0089
Si  -0.0088  0.0007  -0.0023
Si  0.0007  -0.0117  -0.0004
Si  -0.0049  0.0069  -0.0029
Si  -0.0034  0.0056  -0.0037
Si  0.0041  -0.0078  -0.0073
Si  -0.014  0.0114  0.0011
Si  -0.0042  -0.0037  0.0076
Si  0.02  -0.0072  0.0054
Si  -0.0035  -0.0049  -0.0063
Si  -0.0106  0.0013  0.0013
Si  0.006  -0.0136  0.0137
Si  0.0039  0.0007  0.005
Si  -0.0036  0.0238  0.0025
Si  -0.0017  0.0023  -0.014
Si  0.0109  0.0015  -0.0027
Si  -0.0001  0.0033  0.0003
Si  -0.0057  0.0091  -0.0049
Si  -0.0036  -0.0006  -0.0042
Si  0.0005  -0.0089  -0.0088
Si  -0.0025  0.0025  -0.0063
Si  -0.0037  -0.0327  0.01
Si  0.0042  -0.0056  -0.0023
Si  0.0062  -0.0003  0.0085
Si  0.0026  -0.0086  -0.0024
Si  0.0012  0.0027  -0.0077
Si  -0.0114  -0.0054  0.0065
Si  0.0053  -0.0069  0.0031
Si  -0.0141  0.0139  -0.0018
Si  0.0184  -0.0194  0.0019
Si  0.0063  -0.0019  -0.0178
Si  -0.0095  0.0334  -0.0024
Si  -0.0103  0.0119  -0.0045
Si  -0.0068  0.0054  -0.0039
Si  -0.0089  0.0085  0.0085
Si  -0.0069  -0.0117  0.0084
Si  0.0074  0.0171  0.0022
Si  0.0103  0.0069  -0.0018
Si  -0.0201  -0.0229  -0.0088
Si  -0.0087  -0.011  -0.0062
Si  -0.0111  -0.0098  -0.0001
Si  -0.0012  0.0052  0.0045
Si  0.0165  0.0088  0.0012
Si  0.0163  0.0243  0.0115
Si  -0.0051  -0.0065  0.0067
Si  0.0035  0.0014  -0.0013
Si  0.0231  0.018  0.0092
Si  0.005  -0.0052  0.0026
Si  -0.0037  -0.0051  -0.0005
Si  -0.0218  -0.013  0.0031
Si  -0.0076  -0.0083  0.0008
Si  -0.0046  -0.0051  -0.0012
Si  -0.0046  -0.0126  -0.0054
Si  0.0025  -0.0026  0.0036
Si  -0.0077  -0.0079  0.0073
Si  -0.0004  0.0076  0.0055
Si  0.0033  0.009  0.0054
Si  -0.0011  -0.0067  -0.0068
Si  -0.0059  -0.0048  -0.0022
Si  -0.0049  -0.0023  -0.0051
Si  0.0043  0.0016  -0.0059
Si  0.001  0.006  0.0064
Si  0.0266  0.0408  0.0177
Si  -0.0002  0.0085  0.0083
Si  0.0201  0.0189  0.0117
Si  -0.0111  -0.0022  -0.0011
Si  0.0058  0.0075  -0.0114
Si  -0.004  -0.0217  0.0044
Si  -0.0107  -0.0249  0.0025
Si  0  -0.0036  0.0009
Si  0.0081  0.0011  -0.0007
Si  -0.0051  0.0041  0.0066
Si  -0.0014  -0.0038  -0.0034
Si  0.0049  -0.0038  0.0024
Si  -0.008  0.0005  0.0074
Si  0.0018  0.0079  0.0026
Si  0.0012  0.0129  -0.0007
Si  -0.0019  -0.0054  0.0004
Si  0.0049  -0.0062  -0.0022
Si  -0.0062  0.0005  -0.0009
Si  -0.0078  -0.0059  0.0096
Si  -0.0006  0.0027  -0.0042
Si  0.0031  0.0008  -0.0011
Si  0.0003  0.001  0.004
Si  -0.0058  0.0087  0.0046
Si  -0.0001  0.0058  0.0102
Si  0.0051  -0.0051  -0.0015
Si  0.0054  0.0022  -0.0003
Si  0.0029  -0.0057  0.0053
Si  -0.0034  -0.0078  0.007
Si  -0.0026  0.0084  0.0032
Si  0.0007  -0.0013  0.0005
Si  0.0017  0.0051  -0.0076
Si  -0.0022  -0.0006  0.0065
Si  0.0049  -0.0054  0.0029
Si  -0.006  0.0099  0.0052
Si  -0.0019  0.0004  -0.0004
Si  0.0004  0.0024  -0.0028
Si  0.0017  -0.0022  0.0014
Si  0.001  -0.0226  0.0111
Si  0.008  -0.0021  0
Si  0.0077  0.0048  0.0094
Si  0.0001  -0.0094  -0.0033
Si  -0.0046  0.0204  0.0064
Si  0.0021  0.0052  0.0054
Si  0.0055  -0.0054  0.0039
Si  -0.0118  -0.0062  -0.0016
Si  -0.0033  0.008  0.0027
Si  0.0027  0.004  0.0033
Si  0.0034  0.0056  -0.0004
Si  0.0002  -0.0024  0.0025
Si  0.0004  -0.0096  -0.0034
Si  -0.0031  -0.0107  0.0002
Si  -0.0056  -0.0059  0.0025
Si  -0.0042  0.0023  0.0017
Si  0.003  0.0063  0.0028
Si  0.0038  0.0069  0.0038
Si  -0.0021  -0.0034  0.0028
Si  -0.0064  -0.0013  0.0018
Si  -0.0005  -0.002  -0.0003
Si  0.0102  -0.0011  0.0008
Si  -0.0022  0.0017  0.0005
Si  0.0017  0.0052  0.0001
Si  0.001  -0.0027  0.0011
Si  0.0045  0.0036  -0.0043
Si  -0.0025  0.0072  -0.0015
Si  -0.0078  -0.004  0.0001
Si  0.0038  -0.0054  0.0057
Si  -0.0014  -0.0026  0.0066
Si  -0.0011  0.0011  0.0025
Si  0.0049  0.0016  0.0011
Si  -0.0003  -0.0026  -0.0057
Si  -0.002  -0.0072  -0.0029
Si  0.0002  0.0007  -0.0005
Si  -0.0015  -0.0048  0.0052
Si  0.0034  0.0139  0.0063
Si  -0.0059  0.0067  0.0048
Si  0.0032  -0.0002  -0.0017
Si  0.0182  0  0.0037
Si  -0.0007  0.0011  -0.0067
Si  -0.0043  0.0054  -0.0043
Si  0.0039  0.0061  0.0039
Si  -0.0019  0.0024  -0.0003
Si  -0.0002  -0.0077  -0.0012
Si  -0.0052  -0.0017  0.0001
Si  -0.0013  -0.0015  0.0018
Si  -0.0025  0.0074  0.002
Si  -0.0101  0.0068  0.0023
Si  0.001  0.0067  -0.0037
Si  -0.0013  0.0039  -0.0003
Si  0.0092  0.0004  0.0038
Si  0.0025  0.0044  0.0021
Si  -0.0074  -0.0049  0.0024
Si  0.0049  0  -0.0018
Si  0.0115  0.0023  -0.0003
Si  0.0042  0.0025  0.0017
Si  -0.0076  0.0056  0.0038
Si  -0.0056  -0.0023  0.0037
Si  0  -0.0022  -0.0013
Si  0.0049  0.0049  -0.0006
Si  -0.0046  -0.0061  0.0051
Si  0.0053  -0.006  0.0039
Si  -0.0025  0.0001  -0.0006
Si  -0.0043  0.005  -0.0018
Si  0.0012  0.0076  -0.0035
Si  0.0013  -0.0027  0.0023
Si  -0.0036  -0.002  0.0003
Si  -0.0029  0.0038  0.0014
Si  0.0014  0.0013  0.0001
Si  -0.0013  0.0094  -0.0006
Si  0.0026  -0.0045  0.001
Si  0.0069  -0.0173  0.0017
Si  0.0096  -0.0002  0.0007
Si  -0.006  0.0047  0.0023
Si  -0.0057  -0.0003  0.002
Si  0.0068  -0.0067  0.0004
Si  0.0036  -0.005  0.0022
Si  -0.0038  -0.0001  0.0037
Si  -0.0006  0.0012  -0.0018
Si  0.0044  0.0035  -0.0025
Si  0.0026  0.0042  0.0005
Si  0.0022  0.001  0.0005
Si  -0.0043  -0.0094  0.0013
Si  0.0029  -0.0022  0.0013
Si  0.0008  -0.0071  -0.0009
Si  0.0005  0.0003  -0.0018
Si  -0.0088  -0.0002  0
Si  -0.0062  -0.005  0.0007
Si  0.0069  -0.0047  -0.0014
Si  -0.0035  -0.0015  -0.0015
Si  -0.0072  -0.0016  -0.0009
Si  -0.0106  0.0025  -0.0017
Si  0.013  -0.0001  0.0039
Si  0.0085  0.006  -0.0002
Si  0.0009  -0.0006  -0.0007
Si  -0.0052  -0.0031  0.0004
Si  -0.0011  0.0077  0.0027
Si  0.0003  0.0002  -0.0008
Si  0.0014  0.0008  0.0016
Si  0.0042  -0.0019  0.0007
Si  0.004  -0.0063  0.0005
Si  0.0032  0.0028  -0.0003
Si  0.0052  0.0017  -0.0024
Si  -0.0027  -0.0044  -0.0021
Si  0.001  0.0008  -0.0014
Si  -0.0044  -0.0094  0.0002
Si  -0.0044  0.0042  -0.0005
Si  0.0008  0.0053  -0.0026
Si  0.0051  0.0006  -0.0006
Si  0.0063  -0.0058  0.002
Si  0.0046  0.003  0.0017
Si  -0.0067  0.0102  0.0007
Si  -0.0013  0.0118  -0.0014
Si  0.0034  -0.0093  0.001
Si  0.0086  0.0054  -0.0005
Si  0.0052  0.001  0.0021
Si  -0.005  -0.0022  -0.0021
Si  -0.0061  -0.0044  -0.002
Si  0.0047  0.0002  0.0018
Si  -0.0061  0.0097  -0.0016
Si  -0.0033  0.0047  0.0007
Si  -0.0047  -0.0051  -0.001
Si  0.003  0.0011  -0.0023
Si  -0.0014  -0.0007  0.0019
Si  -0.0019  0.0066  -0.0047
Si  -0.006  -0.0003  -0.0012
Si  0.0069  0.0056  -0.0011
Si  0.0084  0.008  -0.0018
Si  -0.0038  -0.0015  -0.0027
Si  0.0024  0.0014  -0.0021
Si  -0.0078  -0.0074  -0.0025
Si  0.0063  0.0065  -0.0021
Si  0.0048  -0.0043  -0.0014
Si  0.0077  -0.0006  -0.0037
Si  -0.0029  0.0015  0.0002
Si  -0.0067  0.0014  0.0002
Si  0.0007  0.0013  -0.0006
Si  -0.0054  0.0022  -0.0025
Si  -0.0036  -0.0052  -0.001
Si  0.0012  0.0017  0.0015
Si  -0.0005  0.0041  -0.0024
Si  0.0064  0.0108  -0.0012
Si  0.0001  0.0004  -0.0017
Si  0.0057  -0.0046  -0.0015
Si  -0.0074  -0.0039  -0.0005
Si  -0.0072  -0.0009  -0.0005
Si  -0.0005  0.0018  0.0002
Si  0.0016  -0.0078  0.0005
Si  0.0106  -0.0052  -0.0038
Si  -0.0004  0.0055  -0.0008
Si  0.0029  -0.0092  0.0055
Si  -0.0035  -0.0041  0.001
Si  0.004  0.002  -0.0054
Si  0.0079  0.0085  -0.003
Si  -0.0107  0.0037  -0.0019
Si  0.009  -0.0132  0.0069
Si  0.0063  0.0003  -0.0036
Si  0.0037  -0.0035  -0.0052
Si  -0.006  0.0036  -0.0046
Si  -0.0064  0.0019  -0.0063
Si  -0.0042  -0.0056  0.0046
Si  0.0067  -0.0005  -0.0044
Si  -0.0024  -0.0046  -0.0076
Si  -0.01  -0.0086  -0.0066
Si  -0.0032  0.0045  0.0026
Si  0.0011  0.0007  0.0041
Si  0.0078  -0.0004  -0.0032
Si  -0.002  0.0028  -0.0002
Si  0.002  -0.0024  0.0047
Si  -0.0124  0.0134  0.0037
Si  0.0037  -0.0056  -0.0025
Si  0.0117  -0.0006  -0.0021
Si  0.0018  -0.0103  -0.0035
Si  0.0041  -0.0007  0.002
Si  -0.003  0.0088  -0.0045
Si  0.0039  0.0007  -0.002
Si  0.007  -0.0025  0.0008
Si  -0.0062  -0.0041  -0.0028
Si  -0.0041  0.0042  0.0003
Si  -0.0053  0.0059  -0.0007
Si  0.0055  0.0044  -0.0014
Si  0.0049  0.004  -0.0025
Si  -0.0055  -0.0045  -0.0013
Si  0.0054  0.0044  -0.0026
Si  -0.0041  0.0061  0.0008
Si  0.0026  -0.0005  -0.0037
Si  -0.0004  0.0104  -0.0042
Si  0.006  0.007  0.0061
Si  -0.0001  0.001  0
Si  -0.006  -0.0175  -0.0023
Si  -0.0069  -0.0003  -0.0015
Si  -0.002  0.0106  0.0008
Si  0.008  0.007  -0.0082
Si  0.0063  -0.0065  -0.0021
Si  -0.013  -0.0048  -0.0044
Si  -0.0047  -0.0025  -0.0039
Si  0.0166  0.0133  -0.004
Si  -0.0036  0.0047  -0.0091
Si  0.0052  -0.0062  -0.002
Si  -0.0072  0.0004  0.0021
Si  0.008  -0.0073  -0.0035
Si  0.0039  0.0037  -0.0039
Si  -0.0112  -0.012  -0.0071
Si  0.0022  -0.0044  -0.0002
Si  -0.0116  -0.0017  -0.01
Si  0.0057  0.003  -0.0022
Si  0.0174  0.0223  -0.0046
Si  -0.0006  0.0153  -0.0022
Si  -0.0055  -0.0074  -0.0018
Si  0.001  0.0091  -0.0017
Si  -0.0016  -0.0088  -0.006
Si  -0.0046  0.0026  -0.0003
Si  -0.0074  -0.0092  -0.0061
Si  0.0048  -0.0052  -0.003
Si  0.0116  0.0051  -0.007
Si  -0.0033  -0.0066  -0.0029
Si  0  -0.0002  -0.0029
Si  -0.0029  -0.0102  -0.0034
Si  0.0034  0.0139  0.0012
Si  0.0032  -0.0023  -0.008
Si  -0.0033  -0.0117  -0.0021
Si  -0.0016  0.0052  -0.0033
Si  0.0142  -0.0202  -0.0093
Si  -0.0043  -0.0145  0.0051
Si  -0.0059  0.0125  -0.0154
Si  -0.0017  0.0114  -0.0058
Si  -0.0034  0.0106  -0.0026
Si  0.0127  -0.0054  0.0038
Si  -0.0047  -0.0022  -0.0172
Si  -0.0157  0.0078  -0.0055
Si  0.0092  0.0029  -0.0041
Si  0.0183  -0.0072  0.0057
Si  -0.0058  -0.017  0.0141
Si  -0.0012  -0.0061  -0.018
Si  0.0037  0.0012  0.0069
Si  0.0074  0.0086  0.0021
Si  -0.0099  0.0022  0.0088
Si  -0.0071  -0.0141  0.004
Si  0.0085  0.0088  -0.0079
Si  -0.0171  0.008  -0.0045
Si  0.0103  0.0047  0.0047
Si  -0.0066  0.0009  0.0057
Si  0.0019  -0.0145  -0.0084
Si  0.0144  -0.006  -0.0132
Si  -0.0036  0.009  0.0032
Si  0.0044  -0.0134  0.0009
Si  0.0058  0.0016  -0.0007
Si  -0.0004  -0.0082  -0.0044
Si  -0.0037  0.0012  -0.0008
Si  -0.0039  0.0088  0.0016
Si  0.0008  -0.0107  0.0003
Si  -0.0003  0.0173  -0.0064
Si  0.0007  0.0044  -0.0069
Si  0.0075  0.0003  -0.0053
Si  -0.0163  0.0151  -0.0037
Si  0.0042  -0.0006  -0.0038
Si  0.0073  0.0011  -0.0019
Si  -0.0023  0.0076  -0.0007
Si  0.0017  -0.0015  0.0064
Si  -0.0115  -0.0113  0.0082
Si  0.0268  0.0249  0.0123
Si  -0.0035  -0.0091  0.0088
Si  0.0063  -0.0105  -0.0109
Si  -0.0039  -0.0057  0.0017
Si  0.0006  -0.0064  -0.0031
Si  -0.005  -0.007  0.0072
Si  0.0115  0.0087  0.0053
Si  -0.0226  -0.0033  0.002
Si  0.0005  0.0093  0.0025
Si  0.0278  0.0271  -0.0007
Si  -0.02  -0.0131  0.0028
Si  -0.0023  -0.0129  0.0012
Si  -0.0106  0.0027  0.0053
Si  0.0042  0.0021  -0.0071
Si  -0.0015  0.0014  0.0074
Si  0.0112  0.0064  -0.0063
Si  -0.0039  0.0023  -0.0017
Si  0.0109  0.0089  0.0017
Si  0.0112  -0.0003  0.0023
Si  0.0061  0.0135  0.0022
Si  -0.0197  -0.0102  0.0054
Si  -0.001  -0.0036  0.0021
Si  -0.0061  -0.0015  0.0082
Si  -0.0082  -0.0031  -0.0087
Si  0.003  0.0049  0.0078
Si  0.0032  -0.0063  0.0135
Si  0.0057  0.0162  0.0015
Si  0.003  0.0109  0.0068
Si  0.0008  -0.008  -0.0003
Si  0.0038  0.0023  0.0067
Si  -0.0007  -0.001  -0.0113
Si  0.0115  -0.0063  -0.0021
Si  -0.015  -0.0073  -0.0015
O  -0.5748  0.0299  -0.2163
O  0.0996  -0.4371  -0.0189
O  0.3669  0.4458  -0.3083
O  0.6101  -0.3834  -0.0276
O  -0.0313  -0.3764  0.048
O  -0.268  -0.1219  0.4742
O  0.2476  0.1539  0.3329
O  -0.0464  0.0235  -0.3089
O  -0.0603  0.1781  -0.1222
O  0.0297  0.2695  -0.1213
O  0.0034  -0.4937  0.1123
O  -0.0425  -0.0845  0.1014
O  -0.4762  0.3705  0.0577
O  -0.0013  -0.183  -0.0989
O  0.0194  0.0169  0.3414
O  0.1271  -0.3301  0.105
O  0.2477  0.3537  0.2792
O  0.0413  0.1255  -0.3816
O  -0.0421  -0.0669  0.4058
O  0.05  -0.0282  0.2722
O  -0.1498  -0.0928  0.4902
O  -0.0047  0.3968  0.4104
O  -0.2396  0.0419  -0.0541
O  0.0046  -0.0174  -0.1857
O  0.4801  -0.0273  -0.1035
O  0.278  -0.3839  -0.465
O  -0.2551  0.0078  -0.2545
O  -0.2231  0.0963  -0.4179
O  0.0236  0.1149  0.3009
O  0.2504  0.0627  -0.4056
O  0.0296  -0.0546  -0.2506
O  0.0067  -0.2415  -0.0034
O  -0.0556  -0.3806  -0.1976
O  0.5739  0.1665  -0.131
O  -0.57  0.2441  -0.3771
O  -0.0366  -0.7211  0.0249
O  -0.1875  0.0601  0.3699
O  -0.1504  -0.0295  0.5739
O  -0.1494  -0.4082  0.08
O  -0.0801  0.0419  -0.0831
O  0.1989  -0.5659  -0.3351
O  -0.1635  -0.2623  0.0694
O  -0.465  0.0877  -0.4002
O  0.2332  0.0778  0.03
O  0.0815  -0.0674  0.4473
O  -0.14  0.1543  -0.1908
O  0.4938  0.1358  -0.1522
O  0.2727  0.1431  0.0908
O  0.4044  -0.037  -0.4928
O  0.1049  0.3931  0.0208
O  -0.3772  0.1036  0.5393
O  -0.0671  0.0228  0.0987
O  -0.0423  0.2991  -0.2042
O  0.2051  -0.3896  0.1428
O  -0.6721  -0.0522  0.1036
O  0.3431  -0.3521  0.2096
O  0.2616  0.0383  0.3917
O  0.0391  0.3515  -0.4381
O  -0.1336  0.5244  0.4381
O  -0.124  -0.2758  0.4579
O  0.0531  -0.257  -0.2022
O  -0.0626  -0.088  -0.1945
O  0.0956  0.0913  0.0585
O  -0.0366  0.0583  -0.4684
O  0.1977  -0.1183  0.1384
O  -0.2076  0.2691  0.5097
O  -0.0998  -0.127  -0.021
O  0.0497  -0.5387  0.4223
O  0.2403  0.1871  -0.6197
O  0.4763  -0.0906  -0.4107
O  0.288  0.4071  -0.0603
O  0.2187  -0.064  -0.3984
O  0.1275  0.5833  0.188
O  -0.3343  -0.1737  -0.5025
O  -0.6279  -0.0527  -0.2758
O  -0.1158  -0.4132  0.3522
O  -0.2086  -0.0072  0.0311
O  0.3095  -0.5129  -0.2407
O  -0.0254  0.0293  -0.3276
O  -0.0803  0.034  0.3378
O  0.1869  -0.2226  0.042
O  -0.2896  0.1857  -0.2755
O  -0.1184  -0.0991  0.1888
O  0.4491  0.0768  0.0303
O  0.0378  0.3773  -0.2744
O  0.2128  0.1457  0.4669
O  0.0195  0.1351  0.6226
O  -0.169  -0.2682  0.4153
O  -0.2473  -0.5184  0.318
O  -0.2191  -0.1636  -0.2495
O  -0.5108  -0.2937  -0.4057
O  0.3555  0.1293  -0.2734
O  -0.0976  -0.2935  -0.2151
O  0.1437  -0.0462  0.6086
O  0.5334  0.1757  -0.5302
O  -0.1163  -0.0839  0.5413
O  0.2348  0.0289  -0.5991
O  -0.2646  -0.0173  -0.4333
O  0.2064  -0.3631  0.522
O  -0.1497  -0.042  -0.2033
O  -0.6118  0.201  0.0839
O  0.2328  0.1996  0.3
O  -0.2452  -0.2414  -0.4195
O  0.4027  0.3706  -0.4001
O  -0.4986  0.4646  -0.0854
O  -0.0519  0.2738  0.2061
O  -0.6337  -0.017  -0.1411
O  0.6174  -0.3873  -0.3452
O  -0.3949  -0.6684  -0.1737
O  -0.1795  -0.2283  -0.6633
O  0.3353  -0.0152  -0.4294
O  0.5001  0.2507  0.2448
O  0.2373  0.0726  0.709
O  -0.5734  0.034  0.2428
O  0.2278  0.2603  0.2287
O  -0.2299  -0.2508  0.5345
O  0.2089  -0.0792  0.5366
O  -0.0511  -0.1448  -0.1418
O  -0.2053  0.6067  -0.132
O  -0.669  -0.1342  -0.29
O  -0.5021  0.2909  -0.0082
O  -0.1482  -0.3781  -0.1328
O  0.2268  -0.2581  0.0045
O  0.5045  0.1838  -0.3593
O  0.3904  0.2914  -0.302
O  0.2518  0.3266  0.0173
O  0.6435  0.2085  -0.4267
O  0.3051  0.393  -0.2404
O  -0.2988  0.3625  0.1285
O  0.0191  0.1001  -0.2556
O  0.4021  -0.605  -0.4155
O  -0.2377  -0.0517  -0.2442
O  0.0303  -0.0333  0.0158
O  0.2705  0.0803  -0.6101
O  0.5874  0.1144  -0.1301
O  -0.3349  0.3307  -0.1637
O  0.5894  0.2824  0.0625
O  -0.4644  -0.1223  0.0509
O  -0.4183  -0.5489  -0.0703
O  0.0561  0.4374  0.2738
O  -0.2924  0.3466  -0.1127
O  0.1938  0.0956  0.2992
O  -0.1236  -0.0924  0.3287
O  0.3231  0.077  -0.413
O  0.0073  -0.1363  0.3598
O  -0.3039  0.1227  -0.4535
O  0.2073  0.1693  -0.1002
O  0.0307  -0.0805  -0.1963
O  0.2189  0.3335  -0.1521
O  -0.3201  0.3839  -0.0764
O  0.0193  -0.2079  0.0045
O  0.3601  -0.0738  0.0421
O  0.0828  0.0222  -0.4546
O  0.1808  -0.3704  0.0343
O  -0.2935  -0.3542  -0.6642
O  0.1511  -0.2151  0.0631
O  -0.2633  0.1507  0.169
O  -0.2856  -0.0276  -0.2516
O  -0.1579  -0.2682  -0.2109
O  -0.5772  0.2104  0.4498
O  -0.2495  0.226  0.4867
O  0.0348  0.1924  0.3223
O  0.0946  -0.3786  -0.0817
O  0.2257  0.5516  0.1718
O  -0.1872  0.4629  -0.0938
O  -0.0751  0.3262  0.5125
O  -0.2187  0.0368  -0.1258
O  -0.3849  -0.2989  0.2931
O  -0.1513  -0.3449  -0.3156
O  -0.0178  -0.5612  -0.1055
O  -0.2821  -0.2254  -0.5417
O  0.1839  -0.0325  0.0215
O  -0.4647  -0.1717  0.3741
O  -0.3004  0.2077  -0.1462
O  -0.1185  -0.0624  -0.4562
O  -0.5762  -0.1851  -0.248
O  -0.2124  0.0013  -0.0972
O  -0.1174  -0.1402  -0.0931
O  -0.1644  -0.0228  0.6991
O  -0.0067  0.5321  0.112
O  -0.5772  -0.3526  -0.2337
O  -0.1047  -0.0009  0.5455
O  0.1187  0.0746  0.2778
O  -0.2572  0.148  -0.469
O  -0.2161  0.0784  0.3584
O  0.0198  -0.3039  -0.0231
O  0.3443  -0.2453  0.4066
O  0.3589  0.0586  -0.1211
O  -0.1202  -0.0694  0.2181
O  -0.0789  -0.1655  0.5764
O  0.141  -0.2949  0.1307
O  -0.4917  0.1388  0.0849
O  -0.1644  0.0673  0.2499
O  0.5492  0.3572  0.3153
O  -0.0622  0.2138  -0.1269
O  -0.0267  0.1776  0.3829
O  -0.4301  0.341  0.2607
O  0.328  0.2086  -0.407
O  -0.0889  0.3624  0.3162
O  0.2286  -0.6264  0.0421
O  0.0846  0.6171  0.1081
O  0.4363  -0.2658  0.0991
O  -0.1826  -0.305  0.1239
O  -0.2542  -0.0481  0.286
O  -0.1177  0.4398  0.0245
O  -0.2311  -0.2519  0.7562
O  0.0322  -0.4305  -0.274
O  -0.2979  -0.1581  -0.0251
O  0.0704  -0.0335  0.0957
O  0.2468  -0.5528  -0.355
O  -0.0122  -0.1548  0.5991
O  -0.2831  -0.0823  0.3867
O  -0.0556  -0.1609  -0.5205
O  0.3555  0.7146  -0.1804
O  -0.2448  0.6975  -0.0767
O  -0.1129  -0.1706  -0.1221
O  0.6505  0.0061  -0.248
O  -0.1397  0.0363  0.3604
O  -0.0713  0.3072  0.2381
O  -0.2221  -0.4464  -0.0773
O  -0.341  0.0928  0.439
O  -0.287  0.0541  0.5337
O  0.1761  -0.2108  0.4718
O  -0.1377  -0.5817  0.1665
O  0.2671  -0.0835  -0.0727
O  0.3877  0.291  0.135
O  0.2977  -0.0543  -0.5531
O  -0.0014  0.47  0.0116
O  -0.2533  -0.5464  -0.2372
O  -0.2254  0.4313  0.074
O  -0.1719  0.5282  -0.0464
O  0.1228  0.3147  -0.2022
O  -0.1225  0.0587  -0.091
O  0.0918  0.2109  -0.257
O  -0.1242  -0.1385  -0.1089
O  -0.1591  -0.5052  -0.026
O  -0.6879  0.3454  -0.0132
O  0.022  0.7259  -0.001
O  -0.0132  0.1997  0.0348
O  0.1704  -0.0588  0.0871
O  -0.1274  0.0922  0.5016
O  -0.0575  0.4286  0.086
O  0.5414  0.1164  0.21
O  0.1659  -0.5018  -0.3319
O  0.2795  0.1806  -0.1018
O  0.0608  -0.4587  0.0743
O  -0.5147  0.1239  -0.0664
O  0.052  0.366  0.059
O  0.5639  0.203  0.2159
O  0.2098  -0.2801  0.1591
O  0.2953  0.0439  -0.1749
O  0.0134  -0.2053  -0.0355
O  0.3641  -0.098  -0.1046
O  -0.5163  -0.253  0.0665
O  0.1443  0.0483  0.0015
O  0.059  0.309  0.4493
O  -0.4884  -0.0918  0.277
O  0.0246  -0.262  0.3176
O  0.1765  -0.0597  -0.5327
O  0.1833  -0.3351  -0.0361
O  0.2016  -0.391  -0.0039
O  0.1937  0.3144  -0.1155
O  -0.1107  0.05  -0.3236
O  0.1947  0.1311  0.5525
O  -0.2952  -0.3206  0.149
O  0.2292  -0.3856  -0.3191
O  0.2  0.1546  -0.0443
O  0.2272  -0.0927  -0.631
O  -0.407  0.3611  0.0295
O  0.2468  0.2126  0.5552
O  -0.0779  -0.1053  0.3688
O  0.1979  0.0616  -0.3546
O  0.0301  0.2052  -0.6013
O  0.0049  0.334  -0.1655
O  0.429  -0.1345  -0.3739
O  0.3058  0.1897  -0.2769
O  0.2986  0.0701  0.0946
O  0.3724  -0.0133  -0.4797
O  0.0371  -0.2232  0.3475
O  -0.3007  0.3753  0.236
O  -0.5776  0.0686  0.6375
O  0.4939  -0.1921  0.4863
O  0.1799  -0.1116  0.3727
O  -0.0969  -0.4674  -0.5125
O  -0.1084  0.1713  0.4392
O  0.1322  0.4973  -0.0028
O  -0.0924  0.3207  0.5288
O  -0.1532  0.0463  -0.1264
